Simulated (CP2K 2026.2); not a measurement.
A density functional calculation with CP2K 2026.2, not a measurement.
Periodic cell of 1152 atoms, Si864O288, from a study of silicon, its oxide and their interface. The atomic structure is a simulated model.
Doubt: the forces sum to 1.44 eV/angstrom along one axis rather than to zero, so they err by at least 0.0012 eV/angstrom per atom on average; the grid cutoff is modest.

Settings: functional PBE; method Gaussian and plane waves; basis set DZVP-MOLOPT-SR-GTH; pseudopotentials GTH-PBE; grid cutoff 350 Ry, relative cutoff 50 Ry; k points Gamma only; occupations fixed; spin none; net charge 0.

Cell vectors (angstrom)
a, 32.64, 0, 0
b, 0, 16.32, 0
c, 0.0206, -2.3048, 39.0554

Atoms and the computed forces on them: element, x, y, z (angstrom), force x, y, z (eV/angstrom)
Si, 1.0554, 15.4813, 0.0354, 0.1558, -0.2054, 0.7556
Si, 4.2309, -0.6675, 38.562, -0.1937, -0.1503, 0.8136
Si, 0.9032, 4.2831, 0.1507, 0.2493, -0.1428, 0.75
Si, 3.9184, 7.0856, 0.0988, 0.1623, -0.3171, 0.6443
Si, 1.5723, 9.1844, 0.2121, -0.3086, 0.1432, 0.7688
Si, 3.593, 9.8996, 38.7505, 0.1663, 0.1203, 0.7699
Si, 6.9533, 12.2527, 38.7728, -0.149, 0.3332, 0.7414
Si, 9.376, -0.5308, 39.0095, 0.0698, -0.3531, 0.6929
Si, 7.0599, 3.9494, 0.0327, -0.1686, 0.1854, 0.6905
Si, 9.1136, 7.0527, 0.1258, 0.3147, -0.0065, 0.7451
Si, 7.0373, 7.061, 38.9614, -0.2297, 0.1913, 0.7304
Si, 9.3282, 10.082, 38.7491, 0.3161, -0.1507, 0.703
Si, 12.5663, 12.8967, 38.8592, -0.3567, -0.059, 0.6032
Si, 15.4055, 1.0727, 0.0054, -0.1525, 0.2762, 0.7204
Si, 12.3691, 4.1897, 0.1731, -0.2131, 0.0638, 0.6609
Si, 14.7979, 7.0328, 0.1836, 0.2381, -0.2634, 0.6907
Si, 12.5792, 9.2842, 0.0732, -0.3271, 0.2769, 0.7351
Si, 15.4994, 9.3272, 39.0094, -0.0833, 0.2349, 0.7787
Si, 17.5659, 15.0467, 0.023, 0.2405, -0.1929, 0.7133
Si, 20.7483, 0.9015, 0.0728, -0.2129, 0.3288, 0.7804
Si, 17.9117, 4.1994, 0.1318, -0.3359, -0.0507, 0.6575
Si, 19.8109, 7.245, 0.1485, 0.2397, 0.0047, 0.6922
Si, 17.706, 9.5328, 0.4245, -0.0108, 0.0183, 0.5136
Si, 20.6924, 12.1563, 0.106, -0.2114, 0.0584, 0.6955
Si, 23.0288, 15.0272, 0.059, 0.2976, -0.1783, 0.7093
Si, 25.7067, 1.4948, 0.1332, 0.1461, -0.1301, 0.7117
Si, 23.4384, 3.7096, 0.0066, -0.183, 0.1713, 0.713
Si, 26.0955, 6.5066, 0.2718, -0.1001, 0.0746, 0.7259
Si, 22.7442, 7.4638, 39.0533, 0.1919, -0.1236, 0.7789
Si, 26.1389, 11.8369, 0.1123, -0.1678, 0.1748, 0.8151
Si, 28.9233, 14.5024, 0.3231, -0.1135, 0.0446, 0.8445
Si, 31.2511, 1.1355, 0.1008, -0.1954, 0.2659, 0.7771
Si, 28.2072, 4.2924, 0.4939, 0.0516, 0.0722, 0.7851
Si, 31.3461, 6.4939, 0.2752, -0.1463, 0.28, 0.7768
Si, 28.3307, 9.5884, 0.2328, 0.2328, -0.0989, 0.69
Si, 31.1708, 12.3669, 0.3745, 0.0335, -0.0998, 0.678
Si, 2.7662, 0.3032, 1.0964, 0.0688, -0.0005, 0.0163
Si, 5.4731, 2.711, 1.2008, -0.0006, 0.0048, -0.0697
Si, 2.714, 5.3811, 1.2595, -0.0325, 0.0305, -0.0426
Si, 5.4664, 8.2677, 1.359, 0.0432, -0.0089, -0.0454
Si, 2.6832, 10.8472, 1.3936, -0.0363, 0.0414, -0.0602
Si, 5.2136, 13.5642, 1.0268, -0.0335, -0.0231, -0.0378
Si, 8.1408, -0.0301, 0.9774, -0.0073, -0.0216, 0.033
Si, 10.898, 2.815, 1.3803, 0.0047, 0.0003, -0.0215
Si, 8.0655, 5.5069, 1.4682, 0.0113, -0.0366, -0.0297
Si, 10.8553, 8.1898, 1.2765, 0.0219, -0.0147, -0.095
Si, 8.1793, 10.9349, 1.2064, -0.0107, 0.0056, -0.0366
Si, 10.9733, 13.6765, 0.9153, -0.0011, -0.0011, -0.0732
Si, 13.7031, 0.1321, 1.3591, 0.0711, 0.014, -0.023
Si, 16.4315, 2.7585, 1.295, -0.0418, 0.0688, -0.0195
Si, 13.6042, 5.5618, 1.5442, 0.0519, -0.003, -0.0062
Si, 16.3201, 8.1166, 1.5981, -0.0462, 0.0014, -0.0347
Si, 13.7226, 10.8556, 1.3406, 0.0148, -0.0046, -0.0545
Si, 16.3808, 13.4453, 1.253, -0.0807, 0.0545, -0.0254
Si, 19.1106, 16.2048, 1.3878, -0.0468, 0.01, -0.0228
Si, 21.7916, 2.6351, 1.3043, -0.0391, 0.0192, -0.0452
Si, 19.0187, 5.5794, 1.5852, 0.0687, -0.0534, -0.037
Si, 21.6206, 8.203, 1.3439, 0.0255, -0.0107, -0.086
Si, 19.1226, 11.0079, 1.4808, 0.0477, 0.0165, -0.0456
Si, 21.887, 13.562, 1.4923, -0.0249, 0.0127, -0.0619
Si, 24.5535, 16.2237, 1.3912, -0.014, -0.0044, -0.0696
Si, 27.0716, 2.6645, 1.6408, -0.0039, -0.0278, -0.0399
Si, 24.4212, 5.3584, 1.4098, -0.0316, -0.0217, -0.052
Si, 27.1755, 8.0972, 1.5942, 0.0179, 0.0225, -0.0363
Si, 24.4425, 10.7731, 1.3313, -0.0262, -0.0199, -0.0827
Si, 27.2169, 13.4337, 1.4837, -0.0001, -0.0403, -0.1009
Si, 29.8853, -0.0806, 1.5462, 0.012, 0.0628, -0.0556
Si, 32.4328, 2.7155, 1.4403, -0.0111, -0.0499, -0.0262
Si, 29.8392, 5.4249, 1.6723, 0.016, 0.0185, -0.0553
Si, 32.5749, 8.094, 1.4663, -0.0206, -0.0141, -0.0528
Si, 29.913, 10.7797, 1.5324, -0.0127, -0.0098, -0.047
Si, 0.0773, 13.7419, 1.422, 0.0526, 0.0542, -0.034
Si, 1.3633, 1.4425, 2.662, -0.012, -0.0024, 0.0149
Si, 4.0867, 4.0469, 2.6127, -0.0146, -0.0161, -0.0168
Si, 1.3832, 6.7286, 2.7361, -0.0154, -0.004, 0.0461
Si, 4.1102, 9.5769, 2.7446, -0.0062, -0.0081, 0.0363
Si, 1.3732, 12.281, 2.7189, -0.0214, -0.0067, 0.0511
Si, 4.0397, 15.061, 2.4617, -0.0205, 0.0511, -0.039
Si, 6.8252, 1.2903, 2.5043, 0.0427, -0.0071, 0.0363
Si, 9.5212, 4.1531, 2.7358, 0.0197, 0.0264, 0.0412
Si, 6.718, 6.8613, 2.7714, -0.0269, 0.0117, 0.0447
Si, 9.5217, 9.5904, 2.6247, -0.0147, 0.0056, 0.0286
Si, 6.6819, 12.27, 2.4882, -0.0288, -0.0298, -0.0069
Si, 9.5598, 14.9747, 2.3919, 0.0002, -0.019, -0.0035
Si, 12.2748, 1.428, 2.6932, -0.0288, -0.0165, 0.0148
Si, 15.0065, 4.066, 2.7096, 0.0428, -0.0123, 0.0123
Si, 12.1641, 6.8944, 2.7836, -0.0276, 0.012, 0.053
Si, 14.9349, 9.5187, 2.8457, -0.0275, -0.0091, 0.0661
Si, 12.2675, 12.3327, 2.4795, -0.0325, 0.0061, -0.0205
Si, 14.9967, 14.8976, 2.6022, 0.0359, 0.0166, 0.0427
Si, 17.7718, 1.3687, 2.6847, -0.0078, -0.0212, 0
Si, 20.4668, 4.0736, 2.6951, 0.0169, -0.0449, 0.0288
Si, 17.6361, 6.7931, 2.9692, -0.0209, 0.0002, 0.0525
Si, 20.4066, 9.5626, 2.8211, -0.005, -0.0132, 0.0487
Si, 17.7093, 12.2912, 2.8018, -0.0122, 0.0085, 0.0124
Si, 20.4402, 14.8894, 2.7978, -0.0134, 0.0003, 0.0261
Si, 23.1422, 1.2951, 2.7399, -0.0029, 0.0137, 0.0353
Si, 25.7176, 4.0612, 2.9171, -0.0152, 0.01, 0.0415
Si, 23.0298, 6.7884, 2.675, 0.0072, 0.0392, -0.0254
Si, 25.7416, 9.4595, 2.8178, 0.0093, 0.0454, 0.0198
Si, 23.2142, 12.1741, 2.7959, 0.0193, -0.0298, 0.0394
Si, 25.8872, 14.8867, 2.7776, 0.0156, -0.0223, -0.0046
Si, 28.5198, 1.3018, 2.8652, 0.0227, 0.0052, 0.0176
Si, 31.1999, 4.0249, 2.9202, 0.0107, 0.0059, 0.0545
Si, 28.55, 6.8311, 2.9777, -0.0075, 0.0043, 0.0458
Si, 31.292, 9.469, 2.8553, 0.0229, -0.0151, 0.0172
Si, 28.5507, 12.1296, 2.8938, 0.0266, 0.031, 0.0481
Si, 31.3287, 14.9676, 2.8736, -0.0396, -0.035, 0.0577
Si, 0.066, 0.052, 4.117, 0.0267, -0.0084, -0.0246
Si, 2.7294, 2.7505, 4.0445, -0.0141, 0.0116, -0.0021
Si, 0.0162, 5.4096, 4.1504, 0.0047, 0.0232, -0.0414
Si, 2.7303, 8.1565, 4.061, -0.0285, 0.0066, -0.0433
Si, 0.0197, 10.9078, 4.1109, 0.0025, 0.0167, -0.0182
Si, 2.7636, 13.6832, 3.9775, -0.0062, 0.0237, -0.0243
Si, 5.444, -0.0077, 3.911, -0.0302, 0.0262, -0.0105
Si, 8.1389, 2.6865, 3.9523, -0.0283, -0.0005, -0.0337
Si, 5.3844, 5.4278, 4.0458, -0.009, 0.005, -0.0057
Si, 8.1668, 8.2238, 4.0322, 0.0451, -0.0211, -0.0356
Si, 5.4708, 10.9519, 4.0377, 0.036, -0.0141, 0.0087
Si, 8.1434, 13.6387, 3.8131, -0.0037, 0.0365, -0.0419
Si, 10.8668, -0.0193, 3.909, -0.0114, -0.0084, 0.0022
Si, 13.6261, 2.7443, 4.0776, 0.0184, 0.0113, 0.0207
Si, 10.8618, 5.4826, 4.1187, 0.0028, 0.0045, 0.0032
Si, 13.5404, 8.1975, 4.1623, 0.0289, -0.0167, 0.0044
Si, 10.9094, 10.9685, 3.9294, 0.0412, -0.0165, -0.0238
Si, 13.5895, 13.6158, 3.9753, 0.0313, -0.0268, -0.0034
Si, 16.3596, -0.029, 3.9909, -0.0246, 0.0088, -0.0462
Si, 19.0931, 2.7196, 4.0771, -0.0127, 0.0208, -0.0169
Si, 16.2825, 5.378, 4.1946, -0.0539, 0.0065, 0.0128
Si, 19.0413, 8.2035, 4.1934, 0.0245, 0.0202, -0.0243
Si, 16.3374, 10.8992, 4.1283, -0.0046, -0.0042, -0.0337
Si, 19.0599, 13.6018, 4.1761, 0.0282, -0.0144, 0.0134
Si, 21.7761, -0.0298, 4.1267, 0.0163, 0.0286, -0.0233
Si, 24.4037, 2.6547, 4.2066, 0.0027, -0.0009, -0.0029
Si, 21.7613, 5.4224, 4.1089, -0.0154, 0.001, 0.0041
Si, 24.3899, 8.0956, 4.1319, -0.0165, -0.0104, -0.0046
Si, 21.801, 10.8706, 4.1684, -0.0142, 0.0019, -0.0346
Si, 24.5223, 13.5616, 4.1584, -0.0017, -0.0152, -0.0111
Si, 27.1834, -0.0689, 4.1914, -0.0123, 0.0074, -0.0129
Si, 29.8654, 2.6586, 4.236, 0.0073, -0.0077, 0.0073
Si, 27.1481, 5.4175, 4.2246, 0.0036, -0.0359, -0.0349
Si, 29.9436, 8.1676, 4.2662, -0.0093, 0, 0.0009
Si, 27.1373, 10.8075, 4.197, 0.0084, -0.0103, -0.0265
Si, 29.9307, 13.5649, 4.1761, -0.0033, -0.0024, -0.0441
Si, 1.4067, 14.9726, 21.6632, 0.0028, 0.0042, -0.0039
Si, 4.1273, 1.3832, 21.6902, -0.0044, 0.001, -0.0032
Si, 1.3599, 4.0933, 21.7314, -0.0036, 0, 0.0023
Si, 4.0979, 6.8235, 21.6996, -0.0106, -0.0057, 0.0036
Si, 1.3996, 9.5493, 21.7044, -0.01, 0.0127, 0.0092
Si, 4.1437, 12.2611, 21.706, -0.0019, 0.0049, 0.0102
Si, 6.8478, 14.9579, 21.7321, 0.022, -0.0119, 0.0086
Si, 9.503, 1.3512, 21.7098, -0.0073, 0.0042, 0.0023
Si, 6.8483, 4.0961, 21.7113, -0.0107, 0.0007, 0.0028
Si, 9.5257, 6.8197, 21.72, 0.0023, -0.0129, -0.0007
Si, 6.8279, 9.5451, 21.688, -0.0092, 0.0083, 0.0015
Si, 9.4944, 12.2398, 21.6998, -0.0024, 0.0177, -0.0065
Si, 12.2297, 14.9276, 21.6916, 0.0157, -0.0109, 0.0056
Si, 14.9742, 1.3582, 21.7246, 0.0129, 0.0137, 0.0016
Si, 12.2342, 4.0764, 21.7137, -0.0087, 0.0062, 0.0024
Si, 14.9343, 6.7587, 21.7139, 0.0207, -0.001, -0.0032
Si, 12.2058, 9.4976, 21.7055, -0.0108, -0.0023, 0.0031
Si, 14.9471, 12.2165, 21.6933, -0.0169, -0.0006, -0.0096
Si, 17.6792, 14.9447, 21.7524, -0.0135, 0.0148, 0.0118
Si, 20.4299, 1.371, 21.7729, 0.0114, 0.0054, -0.007
Si, 17.6819, 4.0866, 21.8036, -0.0085, 0.0072, 0.0144
Si, 20.3678, 6.7918, 21.845, -0.0096, -0.0005, 0.0071
Si, 17.6638, 9.4913, 21.768, -0.0203, 0.0176, 0.0042
Si, 20.406, 12.2254, 21.799, -0.0002, 0.0029, 0.0143
Si, 23.1347, 14.9521, 21.8308, -0.0019, -0.0042, 0.0123
Si, 25.8358, 1.3838, 21.8372, -0.0002, -0.0066, 0.0084
Si, 23.1179, 4.0865, 21.8663, -0.0013, 0.0013, 0.0101
Si, 25.8281, 6.7955, 21.847, 0.0143, -0.0103, 0.0039
Si, 23.079, 9.4994, 21.8535, -0.0013, -0.0103, 0.0236
Si, 25.7878, 12.2366, 21.7806, -0.0172, 0.0134, -0.0056
Si, 28.5524, 14.9878, 21.7747, 0.0352, -0.009, 0.0114
Si, 31.2671, 1.4173, 21.7196, -0.0013, 0.0044, -0.0064
Si, 28.5473, 4.1066, 21.7995, 0.0115, -0.0034, 0.0078
Si, 31.2587, 6.806, 21.7487, -0.0009, -0.0262, 0.0062
Si, 28.5326, 9.4982, 21.8161, -0.0181, -0.0208, 0.0295
Si, 31.2919, 12.2507, 21.7121, 0.0057, -0.0139, -0.0108
Si, 2.7687, 0.009, 23.0059, -0.0034, -0.0081, 0.0322
Si, 5.5231, 2.7069, 23.053, -0.0018, -0.0149, -0.0014
Si, 2.7533, 5.4487, 23.0495, -0.0026, 0.0201, 0.0365
Si, 5.4461, 8.2217, 23.0274, 0.0083, -0.0043, -0.0065
Si, 2.7881, 10.9059, 23.0533, -0.0046, -0.0255, -0.0032
Si, 5.5371, 13.5656, 23.0937, -0.0118, -0.0055, 0.0381
Si, 8.1655, 0.0172, 23.1227, 0.0069, -0.0084, 0.0026
Si, 10.8651, 2.7084, 23.0375, -0.0197, 0.0102, 0.0281
Si, 8.1819, 5.4715, 23.0852, 0.0175, -0.0135, 0.061
Si, 10.868, 8.1573, 23.114, 0.0182, 0.0289, -0.0084
Si, 8.1844, 10.8631, 23.0861, -0.0238, 0.0178, 0.01
Si, 10.8164, 13.618, 23.0488, 0.0088, -0.0055, 0.0393
Si, 13.6358, -0.0665, 23.0151, -0.0109, 0.0015, -0.0076
Si, 16.3005, 2.7218, 23.1253, 0.0061, -0.0262, 0.0263
Si, 13.5673, 5.4335, 23.0942, -0.0004, -0.0274, 0.0202
Si, 16.2986, 8.0804, 23.074, 0.0073, -0.0122, 0.0249
Si, 13.5367, 10.8948, 23.0192, 0.0195, 0.021, 0.0129
Si, 16.3201, 13.5322, 23.0684, 0.0216, -0.0043, -0.0014
Si, 19.0622, 0.0007, 23.075, -0.0037, -0.0112, 0.0005
Si, 21.7406, 2.7152, 23.2129, -0.0123, 0.0097, -0.0007
Si, 19.0172, 5.4311, 23.2311, -0.01, -0.0036, 0.0231
Si, 21.6799, 8.1655, 23.2382, 0.0155, 0.0119, 0.0281
Si, 19.0041, 10.877, 23.1304, -0.0052, -0.0205, -0.0144
Si, 21.7994, 13.5452, 23.1803, 0.0035, 0.0119, 0.0169
Si, 24.4737, 0.0241, 23.2087, 0.0066, 0.0007, 0.0015
Si, 27.2088, 2.7553, 23.1906, -0.0015, 0.0063, 0.0188
Si, 24.4771, 5.4545, 23.2419, -0.0152, -0.0143, 0.0118
Si, 27.1896, 8.1264, 23.2416, -0.0018, 0.0153, -0.013
Si, 24.4772, 10.855, 23.1848, -0.0097, 0.0068, 0.0086
Si, 27.1257, 13.6423, 23.0926, -0.0019, 0.0051, -0.0026
Si, 29.931, 0.0674, 23.0906, -0.0417, -0.0087, 0.0116
Si, 32.6043, 2.7691, 23.1008, -0.0075, -0.0159, 0.0334
Si, 29.8984, 5.476, 23.163, -0.0013, 0.0285, 0.0103
Si, 32.6463, 8.1973, 23.0214, -0.0088, 0.0132, -0.0077
Si, 29.9155, 10.9178, 23.0809, 0.0354, 0.0028, 0.0138
Si, 0.0656, 13.6057, 23.0087, -0.0114, 0.0072, 0.0016
Si, 1.3617, 1.343, 24.3318, -0.0302, -0.0098, -0.0353
Si, 4.1749, 4.0821, 24.3538, -0.0061, 0.0316, -0.0146
Si, 1.3593, 6.835, 24.3504, -0.0119, 0.0062, -0.0278
Si, 4.127, 9.556, 24.444, -0.0075, -0.0014, 0.0101
Si, 1.4695, 12.3051, 24.3775, -0.0107, 0.0093, -0.0015
Si, 4.2062, -1.2907, 24.3457, 0.0076, 0.0009, -0.0344
Si, 6.8392, 1.3894, 24.5156, 0.0025, 0.0097, 0.0095
Si, 9.5526, 4.087, 24.4312, 0.0141, 0.022, -0.0421
Si, 6.8084, 6.9083, 24.3786, -0.0034, 0.0107, -0.0243
Si, 9.5439, 9.5477, 24.4874, 0.0326, 0.0201, -0.0011
Si, 6.8447, 12.1456, 24.5166, -0.0175, -0.0055, -0.0006
Si, 9.5104, -1.352, 24.4855, -0.0172, 0.0058, -0.0148
Si, 12.2305, 1.27, 24.2938, -0.001, -0.0211, -0.0406
Si, 14.8946, 4.0722, 24.4724, 0.0172, 0.0015, -0.0436
Si, 12.2055, 6.7805, 24.4723, -0.0164, -0.0265, -0.0084
Si, 14.8901, 9.4799, 24.289, -0.0149, 0.0209, -0.0305
Si, 12.1377, 12.2325, 24.3763, 0.0119, -0.0334, -0.0181
Si, 14.9581, 14.8689, 24.3909, -0.0256, 0.0221, 0.0063
Si, 17.7063, 1.3444, 24.4314, 0.0161, 0.0178, -0.0335
Si, 20.3685, 4.042, 24.6106, -0.0374, 0.0218, -0.0076
Si, 17.5993, 6.7804, 24.5743, -0.0221, 0.0156, -0.005
Si, 20.2655, 9.5472, 24.5814, 0.0195, -0.0012, -0.0112
Si, 17.6525, 12.2149, 24.502, 0.0025, 0.0057, 0.0163
Si, 20.4026, -1.3673, 24.4349, 0.0063, -0.0167, -0.0226
Si, 23.1086, 1.3762, 24.5898, 0.0184, -0.0144, 0.0126
Si, 25.8912, 4.1204, 24.6112, 0.0052, 0.0217, -0.021
Si, 23.0501, 6.7918, 24.5867, 0.0351, -0.0177, -0.0362
Si, 25.7966, 9.4843, 24.5841, -0.0145, -0.0275, -0.0155
Si, 23.1493, 12.1755, 24.6003, -0.035, 0.0242, -0.0137
Si, 25.8579, -1.3227, 24.559, 0.0214, -0.0058, 0.0098
Si, 28.578, 1.3841, 24.5337, 0.0093, -0.0054, -0.0128
Si, 31.2415, 4.1238, 24.5225, 0.0385, -0.0449, 0.0064
Si, 28.5988, 6.8098, 24.6316, 0.0006, -0.002, 0.0127
Si, 31.3378, 9.5827, 24.3955, 0.0124, -0.0056, -0.0322
Si, 28.4699, 12.2578, 24.3809, -0.0123, -0.0453, -0.0243
Si, 31.3593, -1.3277, 24.3124, 0.0026, 0.0092, -0.0568
Si, 0.0985, -0.0649, 25.7335, 0.0402, -0.0335, 0.0432
Si, 2.7603, 2.6948, 25.6021, 0.0198, -0.0173, 0.0453
Si, 32.6412, 5.5378, 25.7697, -0.0072, 0.0196, 0.078
Si, 2.7196, 8.1883, 25.7085, 0.0106, 0.0018, 0.0304
Si, 0.1171, 10.957, 25.7036, 0.0088, -0.0125, 0.038
Si, 2.899, 13.6507, 25.6701, 0.024, -0.0181, 0.043
Si, 5.465, 0.0219, 25.8628, 0.0154, 0.0008, 0.0471
Si, 8.2146, 2.7743, 25.8511, -0.0296, -0.0339, 0.0573
Si, 5.4694, 5.5365, 25.6953, -0.042, -0.0025, -0.0051
Si, 8.1797, 8.1959, 25.8117, -0.0431, -0.0586, 0.0795
Si, 5.4757, 10.7809, 25.945, 0.0389, 0.0215, 0.0693
Si, 8.1876, 13.5542, 25.8514, 0.0424, -0.0086, 0.0267
Si, 10.957, 0.0073, 25.7805, -0.0006, -0.0508, 0.0532
Si, 13.5406, 2.5636, 25.6735, 0.0037, -0.0078, 0.0357
Si, 10.9137, 5.3916, 25.8654, 0.0068, -0.0272, 0.0605
Si, 13.5319, 8.2367, 25.7227, -0.0046, 0.0248, 0.0543
Si, 10.856, 10.9226, 25.8855, 0.0005, 0.0355, 0.0427
Si, 13.4962, 13.5835, 25.6979, -0.0578, 0.034, 0.0332
Si, 16.4123, -0.1584, 25.6751, 0.0495, -0.04, 0.0045
Si, 18.9691, 2.6804, 25.9477, -0.0137, -0.0311, 0.0641
Si, 16.1859, 5.4245, 25.9267, -0.0052, 0.018, 0.0309
Si, 18.8444, 8.2385, 25.9816, -0.0641, 0.0202, 0.0196
Si, 16.2019, 10.7793, 25.6864, 0.0489, -0.0133, 0.04
Si, 19.0586, 13.6026, 25.8158, 0.0151, -0.0041, 0.0252
Si, 21.72, -0.038, 25.87, -0.0098, -0.0043, 0.0486
Si, 24.4999, 2.7325, 25.947, 0.0353, -0.0107, 0.0213
Si, 21.7046, 5.4066, 25.9876, 0.0091, 0.0016, 0.0697
Si, 24.3525, 8.2001, 25.9782, -0.0193, 0.0532, 0.063
Si, 21.6698, 10.8607, 25.9578, 0.0081, 0.0415, 0.01
Si, 24.5524, 13.5932, 25.9163, -0.0123, -0.0209, 0.028
Si, 27.225, 0.0289, 25.9551, 0.0009, 0.0124, 0.0067
Si, 29.944, 2.7316, 25.9366, -0.0257, 0.0051, 0.0473
Si, 27.271, 5.4564, 26.0816, 0.0029, -0.0264, 0.0512
Si, 30.0215, 8.2674, 25.8515, -0.0133, 0.019, 0.0775
Si, 27.2465, 10.8396, 25.8454, 0.0416, -0.0031, 0.0586
Si, 29.8604, 13.7132, 25.538, -0.0415, 0.0848, -0.0022
Si, 1.7667, -1.1625, 27.0171, -0.2105, 0.0014, -0.7664
Si, 3.7943, 1.195, 27.0684, 0.251, 0.0987, -0.7159
Si, 1.6165, 4.2686, 26.8422, -0.2498, -0.0738, -0.8229
Si, 3.7723, 6.5331, 26.9768, 0.3036, 0.2542, -0.7541
Si, 1.2749, 9.4309, 27.0647, 0.17, 0.1573, -0.7465
Si, 4.3793, 12.5261, 27.1053, -0.0808, -0.2343, -0.811
Si, 6.615, 14.6966, 27.128, 0.1399, 0.2704, -0.7127
Si, 9.8616, 1.5975, 27.0828, -0.193, -0.0725, -0.7211
Si, 7.0343, 4.4556, 27.0225, -0.0409, -0.2017, -0.7085
Si, 9.2849, 6.5789, 27.0888, 0.1859, 0.0535, -0.8257
Si, 6.8601, 9.4063, 27.3639, -0.0592, 0.0085, -0.7387
Si, 9.8057, 12.5538, 27.2567, -0.2846, -0.3067, -0.741
Si, 12.0782, -1.558, 27.1618, 0.2472, 0.2284, -0.7971
Si, 15.113, 1.2933, 26.8541, -0.2252, -0.0934, -0.7107
Si, 12.0958, 3.7192, 27.0733, 0.0035, 0.1734, -0.7267
Si, 14.9758, 7.0922, 27.108, 0.0203, -0.2522, -0.6765
Si, 12.4339, 9.7458, 27.1679, -0.2443, -0.1138, -0.7444
Si, 14.5855, 11.9202, 26.8633, -0.0756, 0.001, -0.731
Si, 17.9318, -1.1983, 27.1708, -0.1694, -0.0989, -0.7676
Si, 20.116, 1.0493, 27.2087, 0.0552, 0.159, -0.7272
Si, 17.2001, 3.6966, 27.1784, 0.3708, 0.3198, -0.6697
Si, 20.3696, 6.9532, 27.1776, -0.0802, -0.1364, -0.6689
Si, 17.1313, 9.3471, 27.296, 0.2977, 0.095, -0.6745
Si, 20.6105, 12.5533, 27.2109, -0.0779, -0.2014, -0.6804
Si, 22.9016, 14.7118, 27.1574, 0.1344, 0.0992, -0.7481
Si, 26.0244, 1.5637, 27.3181, -0.1191, -0.2184, -0.6913
Si, 23.4283, 4.3529, 27.2648, -0.2885, -0.1564, -0.7607
Si, 25.5947, 6.676, 27.2425, 0.221, 0.1534, -0.7378
Si, 22.6026, 9.1961, 27.3216, 0.288, 0.1628, -0.7808
Si, 25.9168, 12.1477, 27.2096, 0.06, 0.1911, -0.6572
Si, 28.9667, -1.0831, 27.0962, -0.2984, -0.1437, -0.7232
Si, 31.2285, 1.0988, 27.0597, 0.1031, 0.2429, -0.744
Si, 28.339, 3.7359, 27.3996, 0.2035, 0.2543, -0.7914
Si, 31.6833, 7.2289, 27.1193, -0.1065, -0.1805, -0.8116
Si, 28.9963, 9.9361, 27.173, -0.292, -0.3089, -0.6904
Si, 31.1166, 12.2391, 26.7208, 0.2058, -0.0615, -0.6941
Si, 3.8268, 7.7996, 31.9486, -0.0198, -0.0222, -0.0495
Si, 0.6791, 14.2814, 33.7082, 0.0401, -0.1024, -0.0371
Si, 30.9884, 7.0053, 30.1397, 0.1514, 0.1219, -0.186
Si, 28.4519, 12.3152, 36.462, 0.0403, -0.0153, 0.0653
Si, 32.4252, 11.0217, 30.5878, -0.1448, -0.1075, -0.0512
Si, 4.1148, 3.9942, 36.318, 0.0172, 0.1061, 0.0649
Si, 7.8502, 0.3944, 28.9369, 0.0515, -0.0452, 0.0093
Si, 19.2207, 0.0599, 37.18, -0.069, 0.087, 0.0518
Si, 5.7584, 2.5105, 28.8792, -0.0981, -0.0124, -0.0248
Si, 13.6618, 5.3494, 29.2477, -0.0315, -0.0417, -0.0976
Si, 0.8075, 8.1694, 31.4986, -0.0091, -0.0165, 0.0497
Si, 7.487, 0.7326, 33.9078, 0.0563, -0.0344, 0.0914
Si, 16.5556, 9.6546, 32.8108, 0.0367, -0.1119, 0.0271
Si, 20.8906, 14.2783, 31.9127, -0.0683, -0.081, -0.0108
Si, 7.5963, 10.0653, 34.8723, 0.0294, 0.0562, -0.0794
Si, 14.9556, -1.8202, 33.8643, 0.081, 0.0368, 0.036
Si, 14.6648, 1.6038, 31.2089, -0.0088, -0.0333, -0.1269
Si, 17.2925, 10.8662, 30.1539, -0.156, -0.0216, -0.1825
Si, 14.3317, 0.7024, 37.2271, 0.0804, 0.0595, 0.0799
Si, 20.7538, 2.5035, 29.9055, -0.0007, 0.0438, -0.0332
Si, 27.3303, 13.9055, 29.2705, -0.024, -0.0098, -0.0379
Si, 16.225, 3.7848, 29.9631, 0.0696, -0.0577, -0.1241
Si, 27.3127, 13.5422, 32.3219, -0.0718, 0.1346, -0.0629
Si, 24.8008, -0.4457, 29.3401, 0.0677, 0.1103, -0.0287
Si, 26.8853, 7.6781, 35.2108, -0.0779, -0.0045, -0.1045
Si, 4.9773, 8.1329, 29.2424, 0.0705, -0.0436, -0.0199
Si, 25.7696, 3.5988, 31.9856, -0.0608, 0.0543, 0.0485
Si, 25.3545, 7.9376, 30.0317, -0.1231, -0.1141, -0.1052
Si, 32.4329, 8.117, 37.2588, 0.0181, -0.0576, 0.0245
Si, 23.2318, 7.6929, 33.5735, -0.0461, -0.0844, -0.0323
Si, 0.0952, 13.558, 28.9909, 0.075, -0.0544, 0.0318
Si, 6.9126, 11.506, 32.1267, 0.1087, 0.0271, 0.0543
Si, 0.3185, 1.8628, 31.8157, 0.0316, -0.0425, 0.0351
Si, 8.585, 10.9024, 29.4887, -0.0524, -0.0041, -0.0881
Si, 31.1587, 10.974, 35.8443, -0.0687, 0.0451, 0.1236
Si, 5.4784, 13.5965, 36.384, -0.036, 0.1152, 0.0398
Si, 0.062, 2.8296, 29.1353, -0.0858, -0.0664, -0.0518
Si, 29.4204, -0.6765, 32.9093, -0.0407, 0.0318, 0.0408
Si, 3.1905, 10.6985, 29.2147, -0.067, -0.0545, -0.0353
Si, 11.3435, 6.2176, 31.2544, 0.0184, -0.0892, -0.1154
Si, 9.9075, 8.5938, 35.8826, -0.024, 0.1058, 0.2022
Si, 9.5134, 12.4355, 35.1504, -0.0271, -0.0904, -0.0611
Si, 3.9952, 10.7942, 32.062, -0.0653, 0.0026, -0.0656
Si, 12.3679, 2.6577, 32.9925, 0.0709, -0.0125, 0.0881
Si, 7.3974, 13.9945, 33.854, -0.0468, -0.0956, 0.0507
Si, 6.5534, 2.3416, 36.0757, 0.1051, -0.1329, 0.0995
Si, 10.5547, 8.4416, 29.3382, 0.0594, 0.072, -0.1934
Si, 11.9431, 10.5971, 35.0217, 0.0291, 0.0366, 0.0321
Si, 16.1375, 13.5269, 29.1377, 0.0608, 0.0558, -0.0067
Si, 24.1752, -1.2585, 35.091, 0.1318, -0.0372, 0.0129
Si, 0.6828, 7.5989, 34.5409, -0.0641, -0.0661, -0.0827
Si, 20.0968, 4.597, 36.2603, 0.0118, -0.0586, 0.1238
Si, 1.0086, 0.8364, 34.4196, -0.0216, 0.0855, -0.1071
Si, 14.0455, 11.0514, 37.0447, -0.0172, -0.0053, -0.0032
Si, 16.7849, 0.0704, 32.8018, -0.0166, -0.0082, -0.0188
Si, 19.9522, 12.0567, 30.2163, 0.067, 0.1377, -0.101
Si, 19.5352, 13.2601, 34.4491, 0.0108, -0.0276, 0.0562
Si, 14.5745, 11.5673, 34.2104, -0.0612, -0.1165, 0.0713
Si, 14.0758, -0.5465, 29.2727, -0.0285, -0.0711, -0.1818
Si, 26.1207, 10.3704, 36.2182, 0.0159, -0.0674, 0.1099
Si, 20.5395, 1.8504, 34.906, 0.0545, -0.0939, 0.0598
Si, 29.6299, 9.7793, 30.1206, 0.0033, 0.0175, -0.1951
Si, 22.6536, 6.4983, 30.9972, 0.0648, 0.0671, 0.0204
Si, 29.4403, 0.2955, 37.1591, -0.0004, -0.1966, 0.0532
Si, 19.3449, 11.5022, 36.795, 0.0244, -0.0017, 0.0749
Si, 22.6375, 12.1458, 31.3462, 0.0009, -0.0215, -0.0853
Si, 27.0012, -1.4417, 36.3485, -0.0694, 0.005, 0.1911
Si, 28.7102, 11.0563, 32.7089, 0.075, -0.1215, 0.0457
Si, 1.4602, 11.3889, 36.908, 0.0511, -0.0544, 0.0345
Si, 25.0081, -0.8183, 32.3103, 0.0511, -0.0366, -0.0547
Si, 27.2869, 1.3671, 32.7597, 0.0498, -0.0658, 0.0467
Si, 30.7738, 6.1496, 34.3575, 0.0295, 0.0483, 0.1244
Si, 31.4993, 12.0496, 33.2688, -0.0111, 0.0289, -0.0143
Si, 30.7064, 1.3603, 34.7542, 0.0455, -0.092, -0.1637
Si, 23.2954, 1.3757, 36.0748, -0.0476, 0.0668, 0.0948
Si, 23.3131, 3.6067, 30.3403, 0.0411, 0.1112, -0.1285
Si, 19.6751, 0.7161, 32.0461, -0.0556, -0.0528, 0.0647
Si, 25.8253, 2.7286, 34.768, -0.0162, -0.0803, -0.0481
Si, 30.6034, 3.5344, 32.7273, 0.0346, -0.0195, 0.0281
Si, 7.2773, 1.9898, 31.269, 0.078, 0.0196, -0.0711
Si, 30.0552, 4.2563, 30.037, -0.0388, -0.1463, -0.1559
Si, 9.1218, 2.9183, 34.7211, -0.0877, -0.094, -0.0509
Si, 10.8368, 3.5579, 37.0735, -0.0732, -0.0221, 0.0151
Si, 5.524, 8.5072, 36.583, 0.0759, -0.0846, 0.0515
Si, 31.928, -0.9811, 31.3438, 0.0829, 0.0887, 0.0565
Si, 10.9341, -1.7879, 36.6937, 0.1838, 0.0519, -0.0652
Si, 17.8144, 5.1754, 31.9844, 0.0805, 0.0345, 0.0201
Si, 12.5798, 0.009, 34.7814, -0.0854, -0.0453, -0.0293
Si, 11.7111, 6.4499, 36.4232, -0.001, 0.0617, 0.0053
Si, 12.9184, 5.6427, 33.7643, 0.0733, -0.1671, -0.0119
Si, 17.5573, 5.0601, 34.9411, -0.0701, 0.0327, -0.0742
Si, 19.142, 10.4535, 34.1169, 0.0187, -0.0039, 0.027
Si, 16.1972, 3.1544, 36.9539, -0.007, 0.0602, 0.0685
Si, 17.2639, -1.0083, 35.3265, -0.0056, -0.0256, 0.0845
Si, 9.7127, 3.7905, 31.9921, -0.0224, 0.0074, -0.0086
Si, 22.8317, 6.1675, 36.1701, -0.0034, 0.0193, 0.2076
Si, 23.6879, 12.1056, 36.0555, -0.0175, 0.0249, 0.1801
Si, 20.0205, 5.5871, 29.7973, -0.085, -0.0012, 0.0431
Si, 26.0761, 6.6824, 32.5573, -0.0391, -0.0247, 0.032
Si, 29.4894, 8.8301, 34.8693, 0.0915, 0.0323, -0.0996
Si, 24.2289, 10.6073, 29.3289, -0.0887, 0.0418, -0.065
Si, 30.1262, 5.9231, 37.2051, -0.0451, -0.0022, 0.0727
Si, 3.7021, 6.653, 34.7079, 0.0278, -0.0078, 0.0274
Si, 2.5443, 1.4707, 36.8801, 0.0241, -0.1158, 0.1323
Si, 3.0501, 12.4194, 34.6184, 0.029, 0.0147, 0.0539
Si, 22.2744, 10.5313, 33.9227, -0.1014, -0.0598, -0.0009
Si, 25.5458, 5.1408, 36.4064, 0.0219, -0.0349, 0.046
Si, 15.8058, 6.7798, 33.346, -0.0036, -0.0562, 0.0334
Si, 1.4074, 14.9712, 5.4249, -0.0108, -0.0134, 0.0111
Si, 4.1038, 1.3452, 5.3424, -0.0074, -0.0116, -0.0275
Si, 1.3908, 4.0663, 5.4756, 0.006, 0.015, 0.0048
Si, 4.0693, 6.7978, 5.432, -0.0328, -0.0297, 0.0106
Si, 1.3862, 9.5277, 5.4374, -0.0126, -0.0199, -0.0109
Si, 4.1015, 12.3121, 5.3729, 0.0048, 0.0139, -0.0122
Si, 6.8172, 14.9654, 5.2772, 0.0126, -0.0112, -0.0127
Si, 9.5192, 1.3405, 5.313, -0.0003, 0.006, -0.0069
Si, 6.7892, 4.0545, 5.3504, 0.0271, 0.0167, -0.0102
Si, 9.4892, 6.8498, 5.4278, 0.0016, 0.0286, 0.0037
Si, 6.8139, 9.5737, 5.3953, -0.0188, -0.0132, 0.0121
Si, 9.4973, 12.3014, 5.2692, -0.032, -0.0194, -0.0403
Si, 12.2221, 14.974, 5.3284, -0.0037, 0.0014, -0.0135
Si, 14.9842, 1.3272, 5.3819, 0.0092, -0.0032, -0.0198
Si, 12.2479, 4.1009, 5.4277, 0.018, -0.0045, 0.0029
Si, 14.9115, 6.7933, 5.482, -0.0073, 0.0029, -0.0002
Si, 12.1913, 9.6137, 5.4187, -0.0058, 0.0074, 0.0112
Si, 14.933, 12.2753, 5.4066, -0.0117, 0.0003, -0.0112
Si, 17.6808, 14.9897, 5.4567, 0.0056, 0.0236, -0.0095
Si, 20.4162, 1.3528, 5.4673, 0.0219, 0.0065, -0.0139
Si, 17.7068, 4.0369, 5.4781, -0.0015, -0.0231, -0.014
Si, 20.3991, 6.7838, 5.4861, 0.0206, 0.0049, -0.0178
Si, 17.6713, 9.551, 5.5194, -0.0193, -0.0097, 0.0155
Si, 20.4166, 12.2262, 5.5071, -0.0056, -0.0133, -0.0025
Si, 23.131, 14.9287, 5.4874, -0.0056, 0.0036, -0.0062
Si, 25.8157, 1.3145, 5.525, 0.0155, 0.0059, -0.0103
Si, 23.0812, 4.0672, 5.52, -0.0118, -0.009, 0.0084
Si, 25.7801, 6.7873, 5.5302, -0.0043, 0.0085, -0.0086
Si, 23.1045, 9.4825, 5.5265, 0.0128, 0.0016, -0.0038
Si, 25.8412, 12.2114, 5.5482, 0.0079, 0.0128, -0.0042
Si, 28.5689, 14.9191, 5.5339, 0.0074, 0.003, -0.0128
Si, 31.3085, 1.3406, 5.5171, 0.0068, 0.0042, -0.0002
Si, 28.5194, 4.0504, 5.5566, 0.0008, 0.0068, 0.0036
Si, 31.313, 6.7697, 5.5358, 0.0123, -0.0021, -0.0026
Si, 28.5342, 9.5058, 5.5651, 0.0023, 0.0012, 0.0053
Si, 31.296, 12.2203, 5.5103, 0.0116, -0.0084, 0.0068
Si, 2.7619, 0.0139, 6.7671, 0.0057, -0.0016, 0.0052
Si, 5.442, 2.708, 6.7322, -0.0114, 0.0072, 0.0001
Si, 2.7309, 5.4483, 6.8184, -0.028, 0.0265, -0.0003
Si, 5.4549, 8.1806, 6.7486, 0.0239, 0.0021, -0.015
Si, 2.7533, 10.9193, 6.7541, -0.0116, 0.0073, -0.0134
Si, 5.4796, 13.642, 6.7221, 0.01, -0.0126, 0.0037
Si, 8.1556, -0.0028, 6.686, -0.0026, 0.0097, 0
Si, 10.8655, 2.7018, 6.7181, 0.0021, 0.0036, -0.0011
Si, 8.134, 5.4365, 6.7346, 0.0081, -0.0021, -0.0061
Si, 10.8561, 8.2127, 6.7732, -0.0019, 0.0068, -0.0001
Si, 8.1869, 10.9397, 6.7163, 0.0123, -0.0242, -0.0016
Si, 10.8572, 13.6194, 6.6912, 0.0021, 0.0191, -0.0019
Si, 13.5875, -0.008, 6.7278, 0.0036, 0.0009, -0.0005
Si, 16.3235, 2.6731, 6.7957, 0.0135, -0.0077, -0.0062
Si, 13.5736, 5.4378, 6.8336, 0.0028, 0.0056, 0.0051
Si, 16.2961, 8.1576, 6.8219, 0.0052, -0.0009, -0.0012
Si, 13.5869, 10.9199, 6.7832, -0.0009, -0.0092, 0.004
Si, 16.3008, 13.6191, 6.7842, -0.0055, 0.0034, -0.0067
Si, 19.0429, 0.0074, 6.8257, -0.0242, 0.0094, -0.0014
Si, 21.7325, 2.7076, 6.8661, -0.0129, 0.0211, 0.004
Si, 19.0342, 5.4252, 6.8376, -0.0035, 0.0045, -0.0019
Si, 21.7423, 8.1322, 6.8724, 0.0007, -0.0064, -0.0064
Si, 19.0432, 10.8882, 6.867, 0.0104, -0.0086, -0.0033
Si, 21.7668, 13.5891, 6.8576, -0.0034, -0.0012, -0.0019
Si, 24.4657, -0.038, 6.8756, -0.0038, 0.0064, 0.0017
Si, 27.1696, 2.6808, 6.8893, -0.002, 0.0034, 0.0007
Si, 24.4489, 5.4138, 6.8819, 0.0085, -0.0148, -0.0006
Si, 27.1658, 8.1348, 6.887, 0.0072, 0.0034, -0.0126
Si, 24.4673, 10.8505, 6.8783, 0.0059, -0.0078, -0.0005
Si, 27.2059, 13.5729, 6.8919, 0.0001, -0.0071, -0.0035
Si, 29.9386, -0.0244, 6.8627, 0.0175, -0.0152, -0.0106
Si, 0.0214, 2.7214, 6.8448, 0.0004, -0.0007, -0.0046
Si, 29.9183, 5.4189, 6.8714, 0.0077, -0.0061, -0.0085
Si, 0.033, 8.1735, 6.8362, -0.0093, -0.0014, -0.0108
Si, 29.9204, 10.8788, 6.8765, -0.0201, 0.019, -0.0109
Si, 0.0365, 13.6117, 6.8063, -0.0016, 0.0066, -0.0104
Si, 1.394, 1.3493, 8.1609, -0.0051, -0.0052, 0.0002
Si, 4.1012, 4.0674, 8.131, 0.0017, 0.001, 0.0028
Si, 1.3791, 6.805, 8.1857, 0.0025, -0.0047, 0.0055
Si, 4.0991, 9.5419, 8.1165, -0.0039, -0.0027, -0.0014
Si, 1.3888, 12.2439, 8.1518, -0.0078, -0.01, 0.0018
Si, 4.1179, 14.9732, 8.1177, 0.0043, 0.0142, 0.0074
Si, 6.8114, 1.3521, 8.0835, -0.0006, 0.0042, 0.0017
Si, 9.5127, 4.0772, 8.0861, 0.0011, -0.0009, -0.005
Si, 6.7971, 6.8047, 8.112, -0.0154, -0.0057, 0.0028
Si, 9.5033, 9.5674, 8.1207, 0.0069, -0.0049, 0.0065
Si, 6.8169, 12.27, 8.0937, 0.0036, 0.0191, 0.0057
Si, 9.5124, 14.9732, 8.0731, -0.0019, -0.0082, 0.0113
Si, 12.2338, 1.358, 8.0941, -0.002, 0.0037, 0.0016
Si, 14.9621, 4.0589, 8.1458, -0.0118, 0.0156, -0.0055
Si, 12.2101, 6.8316, 8.1407, 0.0182, 0.0061, -0.0007
Si, 14.9361, 9.5391, 8.1512, -0.01, 0.0004, -0.0059
Si, 12.2089, 12.2779, 8.1069, 0.0008, -0.0103, 0.0068
Si, 14.9359, 14.9715, 8.1327, -0.0015, -0.0008, 0.0003
Si, 17.6762, 1.3482, 8.1867, -0.0008, 0.0083, 0.0051
Si, 20.3803, 4.072, 8.214, -0.0006, -0.0107, 0.0073
Si, 17.6646, 6.7958, 8.1772, -0.0006, 0.0022, -0.0098
Si, 20.3882, 9.5084, 8.2154, -0.0194, -0.0068, 0.0044
Si, 17.659, 12.2641, 8.1712, 0.0056, -0.0036, -0.0032
Si, 20.3942, 14.959, 8.1902, 0.0128, 0.0059, -0.005
Si, 23.1062, 1.3451, 8.2125, 0.0064, 0.0049, -0.0068
Si, 25.8186, 4.0579, 8.2318, 0.0069, 0.0023, 0.0019
Si, 23.1026, 6.7833, 8.2331, -0.0011, 0.0034, 0.0063
Si, 25.8289, 9.5077, 8.2416, 0.0129, 0.0097, 0.0077
Si, 23.1118, 12.2237, 8.2216, -0.0072, -0.0052, 0.0003
Si, 25.8359, 14.9374, 8.231, 0.006, 0.0039, 0.0017
Si, 28.5654, 1.3346, 8.2165, 0.0062, 0.0161, -0.0012
Si, 31.2917, 4.0674, 8.2103, 0.0035, 0.0051, 0.0022
Si, 28.5505, 6.7805, 8.2206, -0.0075, -0.0143, -0.0027
Si, 31.2923, 9.5106, 8.2005, -0.0029, -0.0126, -0.0004
Si, 28.57, 12.2297, 8.2424, 0.016, 0.004, 0.0097
Si, 31.3093, 14.9424, 8.1966, -0.0086, -0.0055, 0.0043
Si, 0.0253, 0.0005, 9.5321, 0.0028, 0.0017, -0.0005
Si, 2.7406, 2.7237, 9.51, -0.0052, 0.0022, 0.0015
Si, 0.0105, 5.4469, 9.5444, -0.0172, 0.0212, 0.0057
Si, 2.7467, 8.1835, 9.5061, -0.0189, 0.0021, -0.0028
Si, 0.0202, 10.8899, 9.5273, -0.0027, 0.0106, -0.0052
Si, 2.7503, 13.6155, 9.4917, 0.0086, -0.0083, -0.0006
Si, 5.462, 0.0138, 9.4805, -0.0059, -0.0028, 0.0078
Si, 8.1613, 2.7183, 9.4556, -0.0014, 0.004, 0.0001
Si, 5.4488, 5.4435, 9.4852, 0.0048, 0.0061, -0.0017
Si, 8.1551, 8.176, 9.4681, 0.0022, 0.0041, -0.0029
Si, 5.4608, 10.903, 9.4689, 0.0127, -0.0114, -0.0039
Si, 8.1695, 13.6215, 9.4634, 0.0039, -0.0085, 0.0062
Si, 10.8734, 0.0008, 9.4553, 0.0063, -0.0006, 0.0019
Si, 13.5865, 2.7063, 9.4863, 0.0079, -0.0101, 0.0013
Si, 10.8589, 5.4409, 9.4712, -0.0023, 0.0084, 0.003
Si, 13.5845, 8.1712, 9.5056, 0.0045, -0.004, 0.0096
Si, 10.8758, 10.9057, 9.4826, 0.0008, -0.0061, 0.0046
Si, 13.5785, 13.6113, 9.4877, -0.0072, 0.0112, 0.002
Si, 16.3022, -0.0123, 9.5179, -0.0001, 0.0041, 0.0031
Si, 19.0218, 2.7098, 9.5569, -0.0166, 0.0138, 0.0086
Si, 16.3084, 5.4244, 9.52, 0.0127, -0.0107, 0.0061
Si, 19.0202, 8.1482, 9.5522, 0.0091, -0.0057, 0.0053
Si, 16.3054, 10.8869, 9.5171, -0.0018, -0.0084, -0.0021
Si, 19.0268, 13.6032, 9.5418, -0.0097, 0.0086, 0.0002
Si, 21.7472, -0.0115, 9.565, -0.01, 0.0058, 0.004
Si, 24.4611, 2.7006, 9.5803, -0.0015, 0.001, 0.0078
Si, 21.7418, 5.4244, 9.5769, -0.0033, -0.0035, 0.0082
Si, 24.4649, 8.1466, 9.5849, 0.0061, -0.0066, 0.0025
Si, 21.7479, 10.8682, 9.5721, 0.0065, -0.0051, 0.0054
Si, 24.4731, 13.5806, 9.5806, 0.0044, -0.0019, 0.0085
Si, 27.1999, -0.0156, 9.5758, 0.0028, -0.0058, 0.0057
Si, 29.9237, 2.7081, 9.5618, 0.0063, 0, 0.006
Si, 27.1898, 5.4225, 9.5756, 0.0093, -0.0093, 0.0048
Si, 29.9207, 8.1538, 9.5572, 0.0025, 0.0113, -0.0021
Si, 27.1987, 10.8694, 9.5853, 0.0022, -0.0012, 0.0013
Si, 29.9395, 13.5997, 9.5682, -0.0017, -0.003, 0.0007
Si, 1.3851, 14.9571, 10.8756, -0.0061, -0.0052, 0.0009
Si, 4.1001, 1.3619, 10.8578, 0.0047, 0.001, -0.0039
Si, 1.3756, 4.0776, 10.8798, -0.0002, -0.0046, -0.0001
Si, 4.0934, 6.8045, 10.8545, 0.006, -0.0022, 0.0012
Si, 1.3764, 9.5257, 10.8777, -0.0018, -0.0066, 0.0028
Si, 4.0996, 12.2487, 10.8483, -0.0068, -0.0004, -0.0004
Si, 6.8139, 14.9703, 10.8389, 0.0046, 0.0063, 0.0028
Si, 9.522, 1.364, 10.8237, 0.0034, 0.0033, -0.003
Si, 6.8116, 4.0792, 10.834, -0.0006, 0.0076, -0.0026
Si, 9.5114, 6.8092, 10.8327, -0.0051, -0.0029, 0.0004
Si, 6.8023, 9.5315, 10.8369, -0.0103, -0.0093, 0.0047
Si, 9.5177, 12.2606, 10.8392, 0.0029, 0.001, 0.0055
Si, 12.2276, 14.9738, 10.8435, 0.0063, -0.0018, 0.0006
Si, 14.9467, 1.3583, 10.8651, 0.0009, 0.0019, 0.0041
Si, 12.2305, 4.0836, 10.8348, 0.01, 0.0079, -0.0071
Si, 14.9482, 6.8009, 10.862, -0.0049, 0.0118, -0.0053
Si, 12.2294, 9.5386, 10.8521, 0.0025, 0.0049, -0.0005
Si, 14.9407, 12.2506, 10.8601, -0.0051, -0.0022, -0.005
Si, 17.6656, 14.9611, 10.8925, -0.0052, -0.0005, 0.0019
Si, 20.3877, 1.3536, 10.9152, 0.0048, 0.0045, 0.0002
Si, 17.6653, 4.0783, 10.8997, 0.0067, -0.0008, 0.0055
Si, 20.3831, 6.7949, 10.9185, -0.0045, -0.0007, 0.0019
Si, 17.6623, 9.5249, 10.8892, -0.0021, 0.0019, -0.0032
Si, 20.3839, 12.2401, 10.9093, -0.0041, -0.0057, -0.0024
Si, 23.1105, 14.9507, 10.9253, -0.0002, 0.001, -0.0052
Si, 25.8348, 1.3473, 10.929, 0.008, 0.0072, -0.0031
Si, 23.1056, 4.0675, 10.9322, -0.0001, -0.0005, 0.0004
Si, 25.8322, 6.7881, 10.9321, 0.0075, 0.006, 0.0037
Si, 23.1083, 9.5132, 10.934, 0.0013, 0.0036, 0.005
Si, 25.8368, 12.2298, 10.9385, 0.0055, -0.0012, 0.0043
Si, 28.5678, 14.9517, 10.9257, 0.0096, 0.0006, 0.0049
Si, 31.2949, 1.3498, 10.9015, 0.0012, -0.0021, 0.0027
Si, 28.5592, 4.0668, 10.9223, 0.0015, 0.0012, 0.0049
Si, 31.2837, 6.7973, 10.9077, -0.0027, -0.0176, 0.0072
Si, 28.5644, 9.5094, 10.9265, -0.0033, 0.0009, 0.0067
Si, 31.2988, 12.2342, 10.9065, -0.0068, -0.0017, 0.0087
Si, 2.7365, 0.008, 12.2257, 0.0015, 0.0034, -0.0005
Si, 5.4541, 2.7298, 12.2087, -0.0037, 0.0023, 0.0019
Si, 2.7317, 5.4498, 12.2247, -0.0095, 0.0109, 0.0009
Si, 5.4496, 8.1693, 12.2075, -0.0014, 0, 0.0023
Si, 2.7357, 10.8944, 12.2218, -0.002, 0.0004, -0.0019
Si, 5.4541, 13.612, 12.2051, 0.0048, -0.0018, 0.0009
Si, 8.1704, 0.0098, 12.198, -0.0022, -0.0042, 0.0027
Si, 10.8783, 2.7202, 12.196, -0.0022, -0.0048, 0.0021
Si, 8.1626, 5.4443, 12.1979, -0.0019, 0.0034, 0.0015
Si, 10.8753, 8.163, 12.1985, 0.0074, -0.004, 0.0028
Si, 8.1641, 10.8896, 12.1958, 0.0077, 0.0004, -0.0022
Si, 10.8801, 13.6093, 12.206, 0.0019, -0.0002, 0.0017
Si, 13.5917, -0.0023, 12.2196, -0.0027, 0.0002, 0.0002
Si, 16.3072, 2.709, 12.2402, -0.0078, 0.0087, 0.0041
Si, 13.5913, 5.434, 12.2109, 0.0028, -0.0026, 0.0039
Si, 16.3083, 8.1535, 12.2361, 0.0059, -0.0036, 0.0038
Si, 13.5939, 10.8844, 12.2208, 0.0041, -0.006, 0.0013
Si, 16.3068, 13.5935, 12.2363, 0.0021, -0.0036, 0.0007
Si, 19.0271, -0.0078, 12.2634, -0.0053, 0.0005, 0.0007
Si, 21.7467, 2.7079, 12.2823, -0.0044, -0.0002, 0.0019
Si, 19.0275, 5.4303, 12.2669, -0.001, -0.0026, 0.0056
Si, 21.746, 8.1507, 12.2808, -0.0042, -0.0044, -0.0006
Si, 19.0266, 10.8743, 12.2593, 0.0009, -0.001, 0.0041
Si, 21.7477, 13.5915, 12.2773, -0.0002, 0.0018, 0.0006
Si, 24.4723, -0.0098, 12.2846, 0.0021, -0.0048, 0.0014
Si, 27.1937, 2.7132, 12.2822, 0.0026, 0.0003, 0.0026
Si, 24.4684, 5.4304, 12.2855, 0.0043, -0.0025, -0.0008
Si, 27.1949, 8.1544, 12.2822, 0.004, -0.0023, -0.0009
Si, 24.4718, 10.8715, 12.2907, 0.0058, 0, 0.0007
Si, 27.2012, 13.596, 12.2848, -0.0022, -0.0003, -0.0003
Si, 29.9281, 0.0005, 12.2696, -0.0032, 0.0055, 0.0011
Si, 0.0097, 2.7245, 12.2465, -0.006, 0.0034, 0.0003
Si, 29.9186, 5.4397, 12.2682, -0.0008, 0.007, 0.0036
Si, 0.0088, 8.17, 12.2456, -0.0068, 0.0084, 0.0003
Si, 29.9269, 10.8817, 12.2681, 0.0071, 0.0004, 0
Si, 0.0168, 13.607, 12.2472, 0.0022, -0.0044, -0.003
Si, 1.3706, 1.3613, 13.5939, -0.0024, -0.0005, -0.0029
Si, 4.0918, 4.0855, 13.575, 0.0042, -0.0001, -0.0024
Si, 1.3669, 6.8021, 13.5922, -0.0024, -0.0082, 0.0001
Si, 4.0879, 9.5241, 13.5729, -0.0048, -0.0047, 0.0002
Si, 1.3722, 12.2423, 13.5958, -0.0009, 0.0059, 0.0008
Si, 4.0945, 14.9653, 13.5758, -0.0048, -0.0023, -0.0005
Si, 6.8121, 1.3675, 13.5626, 0.0019, 0.0056, -0.0016
Si, 9.524, 4.0839, 13.5578, 0.0022, 0.0094, 0
Si, 6.806, 6.8032, 13.563, -0.0017, -0.0007, 0.0025
Si, 9.5214, 9.5257, 13.5566, -0.0065, -0.0001, -0.0011
Si, 6.8086, 12.2466, 13.5609, -0.0046, -0.0047, -0.0011
Si, 9.5258, 14.9706, 13.5626, 0.0051, 0.0043, -0.0013
Si, 12.2373, 1.3662, 13.5697, 0.0093, 0.0011, -0.0009
Si, 14.9528, 4.0805, 13.5849, 0.0022, -0.0016, -0.0014
Si, 12.2364, 6.8022, 13.5631, 0.0013, 0.0017, -0.0024
Si, 14.9535, 9.5217, 13.5861, -0.0041, 0.0045, -0.0005
Si, 12.2393, 12.2492, 13.5721, 0.0003, 0.002, -0.0018
Si, 14.9548, 14.9613, 13.5879, 0, 0.0002, -0.0013
Si, 17.6718, 1.3592, 13.6128, 0.0024, 0.0035, 0.0037
Si, 20.3907, 4.0758, 13.6321, 0.0005, 0.001, 0.0009
Si, 17.6706, 6.8009, 13.6099, 0.0039, 0.0033, 0.0011
Si, 20.3884, 9.5186, 13.6279, -0.0002, 0.0022, 0.0003
Si, 17.6679, 12.2395, 13.6082, -0.0102, 0.0035, -0.0012
Si, 20.3906, 14.9576, 13.6296, -0.0026, 0.0014, 0.0004
Si, 23.1126, 1.3538, 13.6404, -0.0007, 0.0045, -0.0038
Si, 25.8318, 4.0748, 13.6411, 0.0031, 0.0006, 0.0004
Si, 23.1089, 6.7932, 13.6406, 0.0015, 0.0052, -0.0007
Si, 25.8343, 9.5129, 13.645, 0.0007, -0.002, 0.001
Si, 23.1103, 12.2355, 13.6416, 0.0011, -0.002, 0.0011
Si, 25.8358, 14.9544, 13.6423, 0.0059, -0.0037, -0.0002
Si, 28.5599, 1.355, 13.6315, 0.0108, -0.0051, 0.0008
Si, 31.283, 4.0781, 13.6136, 0.003, -0.0046, -0.0006
Si, 28.5552, 6.7954, 13.634, -0.0028, -0.0014, 0.0012
Si, 31.2853, 9.5208, 13.6178, -0.0075, -0.001, 0.0014
Si, 28.5621, 12.235, 13.6356, 0.0003, -0.0043, 0.0007
Si, 31.289, 14.9573, 13.6167, 0.0046, -0.0034, -0.0006
Si, 32.6455, 0.0099, 14.9625, -0.0011, 0.0045, -0.0013
Si, 2.7289, 2.7308, 14.9407, -0.0057, 0.0042, -0.0016
Si, 32.6416, 5.4491, 14.9593, -0.0027, 0.0054, -0.0055
Si, 2.7259, 8.1686, 14.9407, -0.0042, 0.0017, -0.0065
Si, 32.6449, 10.89, 14.9641, -0.0001, 0.0019, -0.0066
Si, 2.73, 13.6118, 14.9405, -0.0027, -0.0042, -0.003
Si, 5.4518, 0.0127, 14.9258, 0.0054, -0.0007, -0.0029
Si, 8.1682, 2.7269, 14.9229, -0.0037, -0.0059, 0.0001
Si, 5.4485, 5.4472, 14.9312, -0.0086, 0.0005, 0.0012
Si, 8.1673, 8.1636, 14.9176, 0.0008, -0.0013, -0.0017
Si, 5.4498, 10.8866, 14.9218, -0.0039, -0.0008, -0.0045
Si, 8.1694, 13.6066, 14.9161, 0.0024, 0.0059, -0.0038
Si, 10.8845, 0.0036, 14.9285, -0.0027, -0.0007, -0.001
Si, 13.6002, 2.7167, 14.9387, 0.0008, 0.0047, -0.0036
Si, 10.884, 5.4392, 14.9228, 0.0047, -0.0026, 0.0004
Si, 13.5981, 8.1519, 14.9332, 0.0001, -0.0047, -0.0003
Si, 10.8827, 10.8801, 14.9197, 0.0069, -0.0035, -0.002
Si, 13.6018, 13.5973, 14.9423, 0.0036, 0.0017, -0.0021
Si, 16.3179, -0.0102, 14.9612, -0.0068, -0.0067, -0.0011
Si, 19.0353, 2.7114, 14.9833, -0.0008, 0.0002, -0.0003
Si, 16.317, 5.4296, 14.9569, -0.0059, 0.0004, 0
Si, 19.0338, 8.152, 14.9801, -0.0004, 0.0016, -0.0007
Si, 16.315, 10.8708, 14.9598, 0.0105, -0.0052, 0.0007
Si, 19.031, 13.5919, 14.9783, -0.0021, -0.0116, -0.0014
Si, 21.7535, -0.0059, 14.9959, 0.0039, -0.0032, 0.0012
Si, 24.4688, 2.7188, 14.9999, 0.0002, -0.005, 0.0007
Si, 21.7518, 5.4319, 14.9977, -0.0026, -0.0083, -0.001
Si, 24.4691, 8.1532, 15.0006, 0.002, 0.0024, -0.0022
Si, 21.752, 10.8704, 14.9951, -0.0029, -0.0004, -0.0007
Si, 24.473, 13.5953, 15.0013, -0.0013, 0.005, -0.0033
Si, 27.196, 0, 14.9951, -0.0041, 0.0044, -0.0031
Si, 29.9157, 2.727, 14.9795, -0.0011, 0.0057, -0.0009
Si, 27.1878, 5.4423, 14.996, 0.0025, 0.0006, -0.0012
Si, 29.9131, 8.1684, 14.9798, 0.0062, 0.0013, -0.0045
Si, 27.194, 10.88, 14.9979, 0.0062, 0.0038, -0.0037
Si, 29.9219, 13.6046, 14.9838, 0.0003, 0.0066, -0.0023
Si, 1.37, 14.968, 16.3086, -0.0014, -0.0028, -0.0047
Si, 4.0909, 1.3692, 16.2908, -0.0038, 0.0053, -0.0088
Si, 1.3664, 4.0879, 16.3064, -0.0016, -0.0037, -0.0051
Si, 4.0872, 6.8067, 16.2919, -0.006, -0.0003, -0.0015
Si, 1.3629, 9.521, 16.3078, 0.0043, -0.0025, 0.0034
Si, 4.0913, 12.245, 16.2823, -0.0037, 0.0064, -0.0027
Si, 6.8163, 14.9712, 16.2726, -0.0093, -0.0023, -0.0031
Si, 9.5292, 1.369, 16.2824, 0.0009, 0.0025, -0.0012
Si, 6.8076, 4.0826, 16.286, 0.0072, 0.0065, -0.0016
Si, 9.5247, 6.8016, 16.2768, -0.0009, 0.0015, -0.0051
Si, 6.8084, 9.5236, 16.2749, -0.0028, 0.003, -0.0028
Si, 9.527, 12.2442, 16.2724, -0.0007, -0.005, -0.0026
Si, 12.244, 14.9626, 16.2903, 0.0048, 0.0033, -0.0031
Si, 14.961, 1.3592, 16.3055, -0.0001, 0.0048, -0.0036
Si, 12.2453, 4.0825, 16.2891, 0.0037, -0.0057, -0.0063
Si, 14.9578, 6.7945, 16.3026, 0.0037, 0.0026, -0.0039
Si, 12.2398, 9.5168, 16.281, 0.0027, 0.0007, -0.0079
Si, 14.9608, 12.2387, 16.3099, -0.006, 0.0003, 0
Si, 17.6813, 14.959, 16.3352, -0.0039, 0.004, 0.001
Si, 20.4011, 1.3614, 16.3532, -0.0021, 0.0003, -0.0035
Si, 17.6808, 4.0797, 16.332, 0.002, -0.0041, -0.0036
Si, 20.3963, 6.7983, 16.3502, 0.0008, 0.0007, -0.0026
Si, 17.6754, 9.5147, 16.3303, -0.003, 0.0043, 0.0018
Si, 20.39, 12.2329, 16.3445, -0.0031, 0.0122, 0.0007
Si, 23.1146, 14.9577, 16.36, 0, -0.0007, 0.0013
Si, 25.8332, 1.3621, 16.3534, 0.0065, -0.0064, -0.0006
Si, 23.1117, 4.078, 16.366, 0.0039, 0.0027, 0.0001
Si, 25.824, 6.7954, 16.3639, -0.0044, 0.0045, -0.0015
Si, 23.1116, 9.5128, 16.3621, -0.0014, -0.0029, 0.0002
Si, 25.8312, 12.236, 16.363, 0, -0.0026, 0.0012
Si, 28.5551, 14.9587, 16.3504, 0.0084, -0.0064, 0.0019
Si, 31.2785, 1.3659, 16.3271, 0.0034, -0.0045, -0.0054
Si, 28.5496, 4.0824, 16.3455, 0.0048, -0.0016, 0.0024
Si, 31.2743, 6.8043, 16.3228, -0.0018, -0.0039, -0.0017
Si, 28.5497, 9.5188, 16.3545, 0, 0.0012, 0.0011
Si, 31.2815, 12.2427, 16.3351, 0.0015, -0.0043, 0.0045
Si, 2.7336, 0.0134, 17.655, -0.005, -0.0002, 0.0016
Si, 5.4471, 2.7274, 17.6503, -0.0156, -0.0167, -0.0021
Si, 2.7254, 5.4537, 17.6578, 0.0004, 0.0035, -0.004
Si, 5.4552, 8.1654, 17.6392, -0.0054, 0.0029, -0.0044
Si, 2.7334, 10.8867, 17.6439, -0.0049, 0.0036, -0.0035
Si, 5.4561, 13.6119, 17.6222, 0.0025, -0.0028, -0.0077
Si, 8.1719, 0.0078, 17.6357, 0.0038, -0.0008, -0.0038
Si, 10.8899, 2.7235, 17.6446, 0.0054, 0.0056, -0.0017
Si, 8.1708, 5.4421, 17.6382, -0.005, -0.0032, 0.0007
Si, 10.8832, 8.1575, 17.6372, 0.004, 0.0002, 0
Si, 8.1679, 10.8856, 17.626, 0.0003, 0.0018, -0.0032
Si, 10.8859, 13.5953, 17.6367, 0.0016, 0.009, -0.0039
Si, 13.6004, -0.0009, 17.6559, 0.0084, -0.0064, -0.0045
Si, 16.3266, 2.7058, 17.6755, -0.0083, -0.0034, -0.0043
Si, 13.6053, 5.4313, 17.6581, 0.0026, 0.0006, -0.0037
Si, 16.3183, 8.1415, 17.674, -0.0053, -0.006, -0.0054
Si, 13.5982, 10.866, 17.6485, -0.0065, -0.0111, -0.0008
Si, 16.3247, 13.5877, 17.6822, 0.0035, -0.0014, -0.0027
Si, 19.0476, -0.0057, 17.7046, 0.007, 0.0036, -0.0051
Si, 21.7565, 2.7184, 17.73, -0.0001, -0.0046, -0.0027
Si, 19.042, 5.4337, 17.7048, 0.004, 0.0012, 0.0003
Si, 21.7582, 8.1468, 17.7246, 0.0018, 0.0045, -0.001
Si, 19.0398, 10.8626, 17.7017, -0.0006, -0.0002, -0.0061
Si, 21.7496, 13.591, 17.7084, -0.006, -0.0164, -0.0083
Si, 24.477, 0.0036, 17.7173, -0.0014, 0.0123, -0.0083
Si, 27.1808, 2.7341, 17.7124, -0.0106, -0.0087, -0.006
Si, 24.4638, 5.4407, 17.7347, -0.0041, -0.006, 0.0001
Si, 27.1766, 8.165, 17.7186, 0.0048, -0.0047, -0.0035
Si, 24.469, 10.8744, 17.7251, 0.0047, 0.0045, -0.0048
Si, 27.1919, 13.6011, 17.7185, 0.0035, 0.0084, -0.0044
Si, 29.9091, 0.0191, 17.6948, 0.0081, 0.0013, -0.0018
Si, 32.6407, 2.7362, 17.6701, 0.0003, 0.0078, -0.0023
Si, 29.9063, 5.4568, 17.6894, 0.0074, 0.0083, -0.0091
Si, 32.6333, 8.1683, 17.6719, -0.0105, -0.0075, -0.0046
Si, 29.9132, 10.8876, 17.7017, -0.0038, 0.0045, 0.0001
Si, 32.6455, 13.6174, 17.6745, 0.0052, 0.0116, -0.0005
Si, 1.372, 1.3769, 19.0123, -0.0004, -0.0004, -0.0025
Si, 4.0909, 4.0957, 19.0089, -0.0129, 0.012, 0.0003
Si, 1.3581, 6.8097, 19.0181, -0.0009, -0.0015, 0.0068
Si, 4.1022, 9.5319, 18.9935, 0.0017, 0.0006, -0.0004
Si, 1.3789, 12.2471, 19.0042, 0.0031, -0.0096, -0.0049
Si, 4.1117, 14.9696, 18.989, 0.0065, -0.0059, -0.0058
Si, 6.8125, 1.3621, 18.9973, 0.0041, 0.003, -0.0013
Si, 9.5343, 4.0872, 18.9968, -0.0031, -0.0056, -0.008
Si, 6.8123, 6.8015, 18.9948, 0.0055, -0.0007, -0.003
Si, 9.5182, 9.5208, 18.983, -0.0039, 0.0069, -0.0112
Si, 6.8168, 12.2587, 18.9739, -0.0252, 0.0148, -0.01
Si, 9.5341, 14.9647, 18.9863, 0.0085, -0.0125, -0.0008
Si, 12.2419, 1.3615, 19.009, -0.0081, 0.0091, 0.0028
Si, 14.9663, 4.0677, 19.0193, 0.0141, -0.0121, -0.0067
Si, 12.2383, 6.7952, 18.9989, -0.0011, 0.0054, -0.0076
Si, 14.9515, 9.5026, 19.0127, 0.0054, 0.0056, -0.004
Si, 12.2325, 12.2224, 18.995, 0.0185, -0.0073, -0.0031
Si, 14.9613, 14.9623, 19.0161, -0.0183, 0.0152, -0.0037
Si, 17.6956, 1.3656, 19.0533, -0.0083, -0.0042, -0.0025
Si, 20.4049, 4.0922, 19.0879, -0.0058, -0.0031, -0.0065
Si, 17.6756, 6.7917, 19.0526, -0.0063, 0.0057, -0.0027
Si, 20.3952, 9.5039, 19.0768, 0.0077, -0.0073, -0.0022
Si, 17.6843, 12.2265, 19.0522, -0.0042, 0, 0.0079
Si, 20.4075, 14.9572, 19.0735, -0.0014, 0.0038, 0.0023
Si, 23.1276, 1.3625, 19.0898, 0.0143, -0.0191, -0.0046
Si, 25.822, 4.0824, 19.0952, 0.005, 0.0039, -0.0008
Si, 23.1084, 6.7949, 19.1115, 0.0026, -0.0046, -0.003
Si, 25.8153, 9.513, 19.0987, -0.0046, 0.006, 0.0018
Si, 23.0976, 12.23, 19.0767, -0.0115, 0.0251, -0.0056
Si, 25.8335, 14.9668, 19.08, 0.0007, -0.0059, 0.0006
Si, 28.5426, 1.3787, 19.0616, -0.0009, -0.0013, -0.0008
Si, 31.2758, 4.0995, 19.0285, -0.0032, -0.0045, -0.013
Si, 28.5356, 6.7992, 19.0646, -0.0014, -0.0003, -0.0079
Si, 31.27, 9.5152, 19.0458, 0.0133, 0.0016, 0.0098
Si, 28.5476, 12.236, 19.0768, 0.0154, -0.0107, 0.0075
Si, 31.2799, 14.9805, 19.0357, -0.012, -0.0023, -0.0003
Si, 32.6434, 0.0356, 20.3752, -0.0004, -0.0062, 0.0132
Si, 2.7311, 2.7393, 20.3663, 0.0009, -0.0015, 0.0101
Si, 32.6337, 5.4553, 20.3857, -0.0061, 0.0109, 0.0018
Si, 2.7377, 8.1763, 20.3446, -0.0054, -0.0015, 0.0041
Si, 0.0149, 10.8915, 20.3601, -0.0091, 0.0011, -0.0002
Si, 2.7664, 13.6009, 20.3372, -0.0108, 0.0036, 0.0027
Si, 5.4739, -0.0096, 20.3621, -0.0198, -0.0044, 0.0122
Si, 8.1754, 2.7252, 20.3424, 0.0032, -0.0026, 0.0039
Si, 5.4626, 5.4476, 20.3632, 0.0003, 0.0023, 0.0068
Si, 8.171, 8.163, 20.3458, -0.0051, 0.0035, 0.0011
Si, 5.4724, 10.9005, 20.3324, 0.0186, 0.0139, -0.003
Si, 8.1711, 13.6122, 20.3355, -0.0037, -0.0095, -0.0058
Si, 10.8799, -0.0012, 20.3573, -0.0037, -0.0058, 0.0074
Si, 13.6029, 2.7141, 20.3704, 0.0122, -0.0015, 0.0062
Si, 10.8816, 5.4487, 20.3637, 0.0054, -0.0035, 0.009
Si, 13.5887, 8.1451, 20.3656, 0.0017, -0.0061, 0.0049
Si, 10.861, 10.8724, 20.3531, 0.0039, -0.0044, 0.0048
Si, 13.5951, 13.5823, 20.3395, 0.006, 0.0007, 0.001
Si, 16.331, -0.0101, 20.3821, -0.0002, 0.0004, 0.0025
Si, 19.0453, 2.7301, 20.4352, 0.0051, -0.0049, 0.0003
Si, 16.3245, 5.41, 20.3932, -0.015, -0.0097, 0.002
Si, 19.0366, 8.1357, 20.4303, -0.004, 0.004, 0.0036
Si, 16.3162, 10.8418, 20.3788, -0.0121, -0.0167, -0.0004
Si, 19.0512, 13.5825, 20.4189, 0.0115, 0.0054, 0.0002
Si, 21.7819, -0.0128, 20.4426, -0.0074, 0.0016, -0.002
Si, 24.4651, 2.7299, 20.4743, -0.0039, 0.0019, -0.0052
Si, 21.7517, 5.4391, 20.4886, 0.0085, 0.0046, 0.0007
Si, 24.4603, 8.156, 20.4849, -0.0024, 0.0006, 0.0036
Si, 21.7541, 10.8565, 20.4471, -0.0009, 0.0064, -0.0025
Si, 24.4543, 13.6038, 20.4219, 0.0013, -0.0126, -0.0026
Si, 27.1819, 0.0287, 20.4375, 0.0017, 0.0044, 0.0067
Si, 29.8979, 2.769, 20.3925, 0.0068, 0.0033, -0.0039
Si, 27.1766, 5.4543, 20.4489, -0.0096, -0.0093, -0.0076
Si, 29.8885, 8.1649, 20.4129, 0.0056, 0.0028, 0.0011
Si, 27.1819, 10.8728, 20.451, 0.007, 0.0141, 0.0008
Si, 29.9129, 13.6289, 20.4, 0.0081, 0.0031, -0.0033
O, 31.9688, 0.6307, 31.4404, -0.5109, -0.0359, -0.3936
O, 1.1102, 3.5467, 28.1843, 0.3126, -0.2095, 0.4153
O, 29.9488, 5.5947, 35.6421, -0.3415, -0.3077, -0.0402
O, 8.2478, 0.5891, 38.6551, 0.0628, 0.0653, -0.3935
O, 32.4375, 11.7621, 32.0152, 0.4106, 0.2769, 0.1254
O, 0.6182, -0.7112, 34.5869, -0.1159, -0.0349, 0.5432
O, 5.499, 13.6076, 27.616, -0.0003, -0.2284, 0.2052
O, 6.8247, 1.4544, 28.2575, -0.0987, 0.1016, -0.5471
O, 8.3895, 11.3318, 35.5139, -0.3334, 0.1451, 0.2267
O, 6.1349, 3.958, 28.2932, -0.5332, 0.1651, 0.3162
O, 13.0131, 4.1894, 28.3301, -0.0317, -0.1958, 0.1499
O, 25.3207, 0.9474, 28.6715, 0.1014, 0.2037, 0.1888
O, 9.4173, 12.091, 28.778, 0.1616, 0.1202, 0.5726
O, 17.7509, -0.5034, 36.7791, -0.235, 0.1, 0.4305
O, 16.1022, 2.501, 27.2865, 0.0615, -0.0321, 0.0395
O, 6.5457, 7.6549, 37.5154, 0.1759, -0.1742, -0.5739
O, 18.0908, 9.505, 33.3405, 0.4091, -0.3605, -0.2843
O, 4.0947, 7.0466, 28.4768, -0.1133, -0.0624, 0.2983
O, 13.5626, 10.8615, 27.6073, 0.2857, 0.0867, 0.3596
O, 12.7107, -1.1068, 28.6041, -0.0881, 0.0929, 0.617
O, 18.9929, -0.0537, 27.6883, -0.0797, 0.1419, 0.3666
O, 27.6113, 13.4955, 35.7567, -0.1064, 0.0596, -0.5494
O, 24.6424, 0.321, 38.7107, 0.1351, 0.2167, -0.3705
O, 9.8687, 13.3389, 36.4325, -0.4931, -0.3322, 0.5963
O, 23.0957, 3.7878, 28.749, -0.3351, -0.2344, -0.019
O, 19.861, 12.1509, 28.6016, -0.3895, 0.0211, 0.0936
O, 23.5234, -0.9465, 28.5012, -0.2915, 0.2873, 0.2418
O, 26.3291, 7.6094, 31.2689, 0.3785, 0.1286, -0.1236
O, 24.521, 5.5083, 27.6099, 0.0902, 0.0184, 0.1126
O, 30.0536, 11.0958, 38.8481, -0.0262, -0.0033, -0.2708
O, 28.9745, 4.1413, 28.8467, 0.022, 0.268, 0.2405
O, 21.494, 8.0453, 27.6634, 0.2093, 0.1299, 0.581
O, 28.7646, 9.593, 28.7573, -0.6268, -0.1102, 0.2037
O, 28.5697, 14.6186, 28.544, 0.237, 0.2893, 0.5547
O, 32.003, 9.2871, 38.2596, 0.0955, 0.2602, 0.0185
O, 26.4004, -1.4822, 37.8638, -0.0417, -0.1736, -0.2154
O, 27.1602, 2.6579, 27.7739, 0.0808, 0.0727, 0.3443
O, 0.5474, -1.6048, 32.1574, 0.4364, -0.131, -0.3104
O, 0.1599, 8.3455, 27.5607, 0.0869, -0.0845, 0.4246
O, 30.0789, 11.1409, 27.3086, -0.1123, 0.0211, 0.3965
O, 30.0952, 0.0179, 27.5065, 0.0953, -0.1608, 0.4398
O, 9.483, 3.8297, 37.8862, -0.271, -0.3931, -0.2229
O, 4.188, 13.0041, 35.6097, -0.0115, 0.1529, -0.1302
O, 9.2337, 4.015, 33.5326, -0.0943, 0.5305, 0.1222
O, 11.8276, 6.3138, 32.7842, -0.1, 0.342, 0.4166
O, 19.6699, 1.8169, 30.871, -0.2678, 0.3083, 0.116
O, 16.6543, 8.1953, 38.6438, -0.1329, -0.2173, -0.6852
O, 19.0895, 0.9547, 38.5159, 0.3084, -0.0951, 0.4754
O, 19.5107, 6.252, 28.4021, -0.5041, -0.32, -0.1728
O, 15.2733, 4.1877, 37.7734, -0.3525, 0.2153, -0.4909
O, 15.4374, 2.3756, 30.0122, -0.2201, -0.0878, -0.1615
O, 25.6225, 10.0481, 37.7273, -0.5752, -0.0022, -0.0065
O, 24.3379, -0.425, 30.8867, -0.6466, 0.0932, 0.1586
O, 22.2364, 7.1308, 32.4265, -0.6651, -0.0491, 0.1279
O, 1.6903, 12.8243, 37.6123, 0.1064, 0.3978, -0.5328
O, 18.8027, 11.0419, 30.688, 0.3012, -0.4684, 0.5518
O, 10.2388, 7.0156, 36.0277, -0.5988, -0.3131, -0.2202
O, 20.2939, 10.755, 37.8664, 0.2704, 0.3, -0.3911
O, 12.1649, 1.2937, 33.8689, -0.1879, 0.0214, -0.1186
O, 23.3439, -0.2396, 36.0272, -0.2945, -0.4893, 0.1601
O, 0.1911, 8.5725, 35.7504, 0.0364, 0.7352, -0.0051
O, 18.8941, 11.9951, 33.6559, -0.2342, 0.1326, -0.333
O, 20.669, 13.902, 33.4882, 0.1022, 0.3023, 0.4021
O, 8.1174, 5.887, 38.6048, -0.0546, -0.0627, -0.1152
O, 8.9043, 13.4337, 34.0471, 0.3204, 0.3457, -0.5529
O, 13.7078, -0.8002, 33.9597, -0.2253, -0.0635, -0.6039
O, 24.7855, 11.2666, 27.9734, -0.1587, -0.1198, -0.3413
O, 3.6919, 5.1406, 35.2735, -0.3906, -0.1382, -0.3697
O, 19.879, 0.8113, 35.9387, -0.1947, -0.1507, -0.2249
O, 12.5886, 5.6791, 30.3846, -0.0075, 0.0227, 0.0644
O, 17.095, 0.3058, 34.3803, -0.1579, 0.5429, 0.1534
O, 24.6476, 7.0119, 33.2299, 0.0156, -0.0462, 0.2997
O, 21.9492, 13.8632, 38.7838, 0.0461, 0.0217, -0.0774
O, 26.3609, 3.9947, 35.6191, 0.7073, 0.1129, -0.0438
O, 13.9914, 6.6376, 28.3315, -0.2013, 0.3874, 0.1433
O, 28.6515, 10.3476, 31.2635, -0.466, -0.1614, -0.2299
O, 7.7843, 0.6234, 30.5313, 0.0368, -0.4371, 0.5009
O, 12.1036, 13.8441, 37.5901, 0.5012, 0.2046, -0.3193
O, 9.3182, 0.7535, 28.3776, 0.3777, -0.1144, 0.3918
O, 26.0177, 9.0528, 35.2736, -0.1287, 0.0543, -0.4227
O, 23.5186, 12.1325, 37.6691, 0.2106, -0.0742, -0.1231
O, 23.6304, 13.5894, 35.4341, -0.4756, 0.0071, -0.3254
O, 28.6517, 0.6323, 32.3353, 0.1848, 0.414, -0.2724
O, 2.7048, 5.7862, 38.82, 0.1341, -0.0284, -0.5855
O, 5.9745, 2.541, 30.4752, -0.5371, 0.2398, 0.3284
O, 21.4105, 5.4671, 36.008, 0.0894, -0.115, -0.1343
O, 26.1707, 5.1598, 32.0381, 0.2151, 0.076, -0.3526
O, 0.5192, 9.5941, 30.781, 0.3903, -0.0448, -0.0587
O, 30.4611, -1.3685, 31.8938, -0.0635, -0.4891, -0.2711
O, 6.7932, 1.6403, 32.7585, -0.3617, 0.1703, 0.0436
O, 24.7516, 1.9246, 35.6531, 0.0888, -0.2122, 0.3321
O, 16.6471, 12.3688, 30.146, -0.1318, 0.1099, 0.2683
O, 28.2257, -0.3884, 36.3484, -0.0844, 0.371, -0.2094
O, 26.1964, 6.5889, 36.1593, 0.1611, 0.2501, 0.4302
O, 6.3716, 8.2237, 28.4157, 0.2717, -0.4641, -0.0043
O, 17.3242, 4.0313, 28.7816, 0.4667, 0.103, 0.3968
O, 10.1565, -0.7052, 37.589, -0.0645, 0.5028, -0.3337
O, 19.8157, 13.5031, 30.9546, -0.5467, 0.2335, 0.0065
O, 1.3859, 1.3224, 32.9095, 0.7756, -0.1214, -0.2226
O, 10.9617, 7.6846, 30.7048, 0.1697, 0.4572, 0.5858
O, 4.0876, 6.7169, 33.1239, 0.5453, -0.439, -0.0612
O, 8.1329, 11.1647, 38.4455, -0.2633, -0.0458, -0.2174
O, 21.7087, 8.6656, 38.6314, -0.1925, 0.194, -0.5157
O, 5.2098, 3.0717, 35.5891, 0.1079, 0.0999, -0.6399
O, 23.2283, 9.2934, 33.5272, 0.5325, 0.2324, -0.3078
O, 13.678, 1.0596, 38.6563, 0.3119, -0.418, 0.2212
O, 22.7258, 11.6639, 32.8706, 0.3955, 0.2192, 0.4513
O, 31.6241, 13.2225, 27.8938, -0.3595, 0.4371, -0.0347
O, 28.3501, 8.0821, 35.725, 0.1534, -0.079, 0.7314
O, 15.9734, -1.3425, 32.6815, -0.1153, -0.2938, -0.4305
O, 7.4687, 10.54, 28.3685, 0.0049, 0.5275, 0.0524
O, 18.4294, -1.9352, 34.7139, 0.1229, -0.0695, -0.1534
O, 30.1896, 8.3349, 30.5438, 0.1046, -0.2341, 0.5245
O, 20.0609, 1.4474, 33.4282, -0.2894, 0.0014, -0.0839
O, 16.482, 13.89, 38.7414, -0.1417, -0.1281, -0.4584
O, 3.9091, 9.2767, 32.6088, 0.2452, 0.1154, 0.7218
O, 13.8572, 12.0357, 38.3063, 0.4499, -0.1857, 0.0682
O, 4.699, 4.5866, 37.7102, 0.7288, 0.0408, -0.0489
O, 11.8131, 9.0857, 28.5339, 0.28, 0.0976, 0.4612
O, 30.2997, -0.1038, 34.1516, 0.2495, -0.3513, 0.238
O, 2.7262, 5.3461, 27.3147, -0.1005, 0.0539, 0.586
O, 5.0088, -1.5728, 37.4374, 0.0459, -0.0436, -0.2111
O, 25.525, 4.8878, 37.9888, -0.3361, 0.3967, 0.1769
O, 2.3436, 7.6752, 31.2759, 0.1176, -0.2558, -0.591
O, 15.6638, 8.3793, 33.2556, -0.2118, 0.3313, -0.0077
O, 16.5436, 6.3084, 34.7192, 0.0871, 0.0872, 0.4507
O, 22.1786, 2.506, 30.6944, 0.2188, -0.3562, 0.6408
O, 21.797, 13.6042, 27.6509, -0.0908, -0.1607, 0.4447
O, 30.2825, 7.6743, 34.0381, 0.3395, 0.2556, -0.6291
O, 13.7502, 5.873, 38.8518, 0.1941, -0.0231, -0.0728
O, 2.221, 10.3797, 37.9481, -0.475, -0.2089, -0.0544
O, 8.9645, 1.3984, 34.1302, 0.7013, -0.4112, -0.3205
O, 23.0789, 4.9561, 31.1982, 0.1283, -0.108, 0.4495
O, 15.015, -0.7155, 37.5622, -0.1311, -0.1792, -0.3707
O, 16.5364, 9.8946, 31.2061, -0.1076, -0.3552, -0.1802
O, 26.0841, 0.3383, 32.537, -0.0784, 0.1024, 0.0576
O, 32.5219, 3.1651, 38.8428, 0.0071, -0.0285, -0.3443
O, 28.2747, -1.7869, 33.1876, 0.1074, -0.0886, 0.3267
O, 13.1798, 0.5982, 36.1416, -0.398, 0.1541, -0.0154
O, 1.1317, 7.4439, 37.8226, 0.5619, 0.1526, -0.2513
O, 18.839, 10.3876, 35.7226, -0.5321, -0.512, 0.2692
O, 4.3021, 2.0046, 28.408, -0.4428, -0.0021, 0.2888
O, 2.7177, 0.0629, 27.5605, -0.1492, 0.0931, 0.5521
O, 31.087, 6.7532, 28.5435, -0.2168, -0.5993, 0.2005
O, 15.375, 1.7989, 36.6725, -0.0252, -0.1361, -0.3537
O, 2.9823, 11.0005, 30.8011, -0.559, 0.4662, 0.2404
O, 28.8095, 6.4572, 37.9608, -0.1404, -0.3235, -0.454
O, 15.0611, -1.7473, 29.736, 0.1201, -0.1497, 0.7261
O, 26.0122, 7.3414, 28.6772, 0.627, -0.0142, 0.0982
O, 20.8424, 1.672, 28.5245, 0.2357, -0.0443, 0.1507
O, 14.366, 13.0361, 33.5837, -0.147, 0.1988, -0.3206
O, 31.6761, 10.8564, 34.3195, 0.4418, -0.4422, -0.171
O, 20.2042, -1.1226, 37.6234, 0.2937, -0.261, -0.5332
O, 14.85, 11.6975, 35.8057, 0.3838, 0.281, 0.1245
O, 31.2552, 7.0474, 37.3074, 0.1711, 0.244, 0.2543
O, 11.1544, 9.201, 35.031, 0.2305, -0.29, -0.2088
O, 1.372, 14.2654, 28.3198, 0.4146, -0.165, 0.3361
O, 30.609, 4.5965, 37.9585, -0.2594, -0.4302, -0.4057
O, 12.5334, 10.7614, 36.5288, -0.0776, -0.0688, 0.4871
O, 22.8234, 7.3403, 35.0783, -0.1853, 0.6389, 0.0069
O, 10.4514, 2.9692, 35.6285, 0.4631, -0.0712, -0.1907
O, 32.4514, 7.0683, 30.844, 0.2366, -0.3941, -0.0349
O, 27.2949, 8.4184, 38.7862, -0.2004, 0.0289, -0.223
O, 3.7054, 11.7358, 33.3244, -0.0706, -0.047, 0.0208
O, 16.0956, 8.1385, 27.6941, 0.3426, -0.0653, 0.2395
O, 7.8142, 3.2411, 35.608, 0.0913, 0.6601, -0.0199
O, 21.365, 11.4216, 30.6576, -0.0569, -0.4626, -0.2237
O, 26.944, 12.6097, 28.3933, 0.0717, -0.3226, -0.0253
O, 0.5525, 8.3114, 33.0955, -0.3312, 0.6176, -0.0126
O, 27.0898, 2.6777, 31.8311, 0.3974, 0.2703, -0.2631
O, 29.9995, 12.1223, 35.9897, 0.1236, 0.4322, -0.021
O, 7.3644, -1.0742, 28.4879, 0.0372, -0.3684, 0.2699
O, 28.8537, 9.9088, 33.8392, -0.5453, -0.072, 0.0761
O, 18.1998, 0.0477, 32.0419, 0.104, -0.0507, -0.5497
O, 2.2936, 1.0455, 35.3544, 0.3118, 0.0586, -0.5041
O, 28.4041, 12.819, 37.9919, -0.4022, 0.2675, 0.0892
O, 14.7075, 0.4183, 28.1521, 0.1861, -0.0542, 0.0626
O, 3.6467, 0.5591, 37.6387, 0.3662, 0.3659, 0.0186
O, 12.6643, 4.0273, 33.8493, -0.2716, -0.0004, 0.3493
O, 22.1492, 1.8596, 35.0473, 0.0494, 0.02, -0.2699
O, 8.4966, 3.0607, 31.2105, 0.0021, 0.2484, -0.245
O, 17.3545, 14.4006, 28.5176, 0.0666, -0.1404, 0.5186
O, 23.1411, 6.7747, 37.6351, 0.5509, -0.0155, -0.0443
O, 12.2088, 7.4465, 37.6059, -0.0356, 0.708, -0.4021
O, 4.4812, 9.2114, 37.584, -0.176, -0.0801, -0.2056
O, 6.7755, 13.0218, 32.714, -0.082, 0.2981, -0.1774
O, 22.9368, 9.7862, 28.8108, -0.5971, -0.2328, 0.5176
O, 16.7302, 3.8109, 35.5789, -0.1351, -0.2461, -0.2434
O, 20.1669, 4.1565, 37.8142, 0.1058, -0.5744, 0.0416
O, 30.5108, -0.7604, 37.7677, -0.1485, -0.4076, -0.5365
O, 2.0715, 13.5599, 34.0426, 0.2915, 0.1191, -0.2977
O, 25.0773, 3.2253, 33.4087, -0.4429, -0.1685, 0.1109
O, 7.2641, 10.4717, 33.3386, -0.2153, -0.4605, -0.1842
O, 20.028, 3.3226, 35.2896, -0.1642, 0.1775, -0.1862
O, 14.3993, 6.0024, 33.2322, -0.1289, 0.0358, -0.1689
O, 2.2112, 7.2324, 34.8364, -0.0675, -0.0587, 0.082
O, 0.9344, 2.3593, 30.4159, 0.6861, 0.0741, -0.0414
O, 32.0186, 1.558, 28.4087, 0.2898, -0.3391, 0.1895
O, 15.8546, -1.8073, 35.2313, -0.083, -0.5636, 0.5664
O, 18.1423, 12.1821, 37.642, -0.3457, -0.0335, -0.2015
O, 1.2096, 1.2758, 37.7594, -0.1428, -0.5518, -0.3459
O, 16.755, 6.3886, 32.096, -0.2177, 0.312, -0.3865
O, 20.3284, 4.0234, 29.5557, -0.1769, -0.0688, -0.1877
O, 3.6257, 12.0502, 28.467, -0.2228, 0.3664, 0.3685
O, 26.0345, -1.4696, 29.2374, 0.0861, -0.0515, 0.1818
O, 27.2207, 3.0826, 38.8657, 0.0422, -0.1177, -0.3077
O, 27.1202, 7.0632, 33.7232, 0.4587, -0.0979, -0.1075
O, 10.9141, 13.7027, 27.5539, -0.1658, -0.0622, 0.2901
O, 32.0143, 13.379, 34.0288, -0.2056, 0.1421, 0.2871
O, 25.7805, 14.0658, 32.3334, -0.2724, -0.3552, 0.1615
O, 6.2791, 9.6674, 35.7246, -0.2026, 0.4008, 0.1414
O, 27.1177, 1.8437, 34.3188, 0.3206, -0.0907, 0.4129
O, 5.4806, 11.1017, 31.5135, 0.1353, -0.0351, -0.5808
O, 9.874, 7.3152, 28.4067, -0.176, 0.021, 0.1541
O, 4.7527, 7.529, 35.5625, 0.0096, -0.1553, 0.0391
O, 22.3565, 13.7473, 31.4244, 0.6142, 0.4535, -0.1708
O, 21.3442, 6.4678, 30.0775, -0.0222, 0.4087, -0.1336
O, 18.7571, 6.1319, 38.7697, -0.1929, -0.0476, -0.1801
O, 11.035, 2.8556, 32.0882, 0.1552, -0.2907, -0.158
O, 12.7412, 6.3762, 35.1911, 0.2708, 0.2343, 0.0528
O, 22.5723, 11.1269, 35.4004, -0.4688, -0.1583, 0.3852
O, 17.4285, 2.795, 37.9235, 0.2327, -0.0709, -0.0565
O, 31.5222, 3.8687, 29.4771, 0.1161, 0.3161, 0.1848
O, 10.9427, 2.6973, 27.6468, 0.0314, 0.0571, 0.5169
O, 27.4163, 12.0208, 32.8924, -0.2518, -0.4162, 0.2971
O, 8.1651, 5.4931, 27.5958, 0.1972, 0.1615, 0.4613
O, 11.7317, 2.5152, 37.8854, 0.107, -0.0388, -0.2833
O, 32.478, 11.2613, 36.7441, -0.0268, 0.0747, 0.0016
O, 28.8934, 1.1235, 38.3894, 0.3622, 0.0524, -0.2457
O, 2.1779, 11.3459, 35.4633, 0.08, -0.589, -0.1461
O, 27.7801, 13.5298, 30.7642, 0.4396, -0.1243, -0.0324
O, 25.7685, -1.0779, 35.3698, 0.3206, 0.3105, -0.2227
O, 29.9655, 12.0821, 32.7937, -0.2025, 0.5637, 0.0813
O, 7.5218, -0.7858, 33.3978, -0.1567, 0.0802, -0.1852
O, 0.5168, 12.1352, 29.6526, 0.629, -0.2844, 0.0929
O, 32.3026, 1.6198, 34.8425, 0.0846, 0.2754, 0.1595
O, 6.525, 14.0283, 35.2221, 0.2126, 0.1963, 0.1836
O, 27.6425, 10.9275, 36.2652, 0.2079, -0.2112, -0.0193
O, 15.807, 1.2109, 32.2691, -0.0257, 0.4732, 0.388
O, 4.9766, 7.6822, 30.7989, 0.4428, -0.0127, 0.3814
O, 6.2634, 12.5378, 37.3177, 0.224, -0.3913, -0.2873
O, 32.4554, -2.1891, 38.7118, 0.1835, -0.1225, -0.4274
O, 11.6268, 4.9471, 36.9802, 0.0559, 0.0426, 0.0544
O, 17.3539, 10.1897, 28.6787, -0.0326, 0.2761, 0.0957
O, 30.3746, 9.5599, 36.0271, 0.1844, -0.2544, 0.3677
O, 23.9114, 11.7483, 30.4356, 0.4232, 0.222, 0.1959
O, 24.0175, 5.113, 35.867, 0.0763, -0.4865, -0.6285
O, 23.8735, 7.3085, 30.2984, -0.2977, 0.044, -0.3645
O, 13.8473, 0.3474, 30.5976, -0.3543, -0.2532, 0.3419
O, 18.7644, 5.4588, 35.9359, -0.1628, 0.369, 0.1943
O, 29.7604, 3.3555, 31.3509, -0.2534, -0.5612, -0.0862
O, 15.4124, 12.7325, 27.9676, 0.2285, -0.1818, -0.2258
O, 13.208, 10.6925, 34.0106, -0.0072, -0.3601, -0.469
O, 30.1551, 1.3977, 36.2462, -0.1145, 0.5982, 0.3466
O, 10.8844, 11.7588, 34.6324, 0.2722, 0.0629, -0.4674
O, 15.854, 10.9198, 33.5115, 0.2914, 0.5338, -0.188
O, 18.2106, 4.717, 33.4861, 0.3918, -0.1064, 0.1786
O, 30.5276, 5.0718, 33.201, -0.1107, 0.2009, -0.263
O, 8.5814, 8.7848, 34.9778, -0.2897, -0.3871, -0.3306
O, 6.4869, 2.194, 37.6754, -0.6425, 0.2354, -0.1184
O, 9.7306, 9.3424, 37.332, 0.3283, 0.0637, -0.158
O, 20.7068, 10.0946, 33.828, 0.1556, -0.5249, 0.0392
O, 17.0786, 3.91, 31.3195, -0.0307, -0.2403, 0.3863
O, 30.9289, 10.7613, 30.0125, -0.1252, 0.2819, -0.1011
O, 6.6684, 0.9084, 35.3011, -0.4492, -0.546, 0.3199
O, 15.066, 4.9033, 29.8831, 0.154, 0.2448, 0.0559
O, 1.9386, 10.0485, 28.4206, -0.2819, 0.1465, 0.2823
O, 30.05, 2.5534, 33.8824, -0.515, 0.1721, 0.0186
O, 20.0662, 12.6635, 35.8826, 0.2467, 0.3399, 0.1256
O, 2.896, 3.0463, 36.8082, -0.431, 0.1097, -0.0267
O, 20.7491, -0.4527, 31.727, 0.3231, 0.2318, -0.074
O, 25.267, 9.5455, 29.9438, 0.2517, 0.0855, 0.287
O, 7.978, 11.3867, 30.9091, 0.1713, 0.0779, 0.098
O, 9.5206, 9.612, 29.7327, -0.1348, 0.0205, 0.4991
O, 11.4463, -1.06, 35.3198, -0.5123, -0.1734, -0.3026
O, 30.1013, 5.7595, 30.6093, -0.2036, 0.1339, 0.6718
O, 32.3836, 6.2689, 34.5886, 0.3265, -0.3614, 0.1472
O, 4.3853, 9.623, 29.111, 0.1442, 0.1743, -0.1864
O, 32.0412, -1.6348, 29.8971, -0.2362, 0.2314, -0.2536
O, 25.1394, 11.5119, 35.6674, 0.3352, 0.0852, -0.4283
O, 19.0287, 5.7017, 31.0637, 0.0045, 0.4288, 0.1956
O, 24.8103, 3.1871, 30.7496, 0.3668, -0.1867, -0.481
O, 23.938, -0.8719, 33.5256, -0.2675, 0.1119, -0.3562
O, 10.0903, 5.172, 31.2278, -0.2504, 0.1881, -0.1669
O, 32.1389, 3.1133, 32.4264, 0.2605, 0.204, 0.315
O, 14.8668, 9.7657, 37.5655, 0.225, -0.2593, -0.3194
O, 22.9352, 1.8873, 37.5804, -0.6135, 0.1488, -0.1719
O, 13.613, 2.5391, 31.9767, -0.0821, 0.275, -0.2206

Results
total energy: -218734.013 eV
total energy less fixed offsets of O -438.35, Si -107.03 eV per atom: -15.293 eV
